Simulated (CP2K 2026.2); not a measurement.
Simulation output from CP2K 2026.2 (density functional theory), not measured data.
Periodic cell of 3024 atoms, Si2160O864, from a study of silicon, its oxide and their interface. The atomic structure is a simulated model.
Doubt: the forces sum to 4.87 eV/angstrom along one axis rather than to zero, so they err by at least 0.0016 eV/angstrom per atom on average; the grid cutoff is modest.

Settings: functional PBE; method Gaussian and plane waves; basis set DZVP-MOLOPT-SR-GTH; pseudopotentials GTH-PBE; grid cutoff 300 Ry, relative cutoff 40 Ry; k points Gamma only; occupations fixed; spin none; net charge 0.

Cell vectors (angstrom)
a	97.92	0	0
b	0	16.32	0
c	-1.7141	-7.9728	33.3568

Atoms: element, x, y, z (angstrom)
Si	1.255	-1.162	0.181
Si	3.946	1.563	-0.037
Si	1.748	3.794	0.043
Si	4.524	6.597	0.057
Si	1.539	-6.654	0.464
Si	4.372	-4.346	0.198
Si	7.087	-1.579	0.28
Si	9.624	1.129	-0.129
Si	6.693	4.323	-0.063
Si	9.896	6.627	-0.01
Si	6.578	9.75	-0.036
Si	9.189	12.485	0.048
Si	12.006	-0.963	0.08
Si	15.225	1.188	-0.132
Si	11.934	4.256	0.034
Si	14.672	7.203	-0.004
Si	12.511	9.525	0
Si	15.222	12.064	-0.128
Si	2.943	-0.022	1.345
Si	5.573	2.708	1.237
Si	2.903	5.412	1.288
Si	5.588	8.174	1.387
Si	2.959	-5.399	1.711
Si	5.53	-2.783	1.476
Si	8.269	0.012	1.44
Si	10.759	2.715	1.292
Si	8.27	5.475	1.266
Si	10.979	8.243	1.281
Si	8.156	10.861	1.35
Si	10.912	-2.702	1.245
Si	13.664	0.11	1.308
Si	16.38	2.781	1.199
Si	13.596	5.479	1.23
Si	16.397	8.181	1.274
Si	13.688	11	1.334
Si	16.347	-2.627	1.156
Si	1.486	1.349	2.661
Si	4.24	4.061	2.667
Si	1.505	6.703	2.669
Si	4.274	9.437	2.868
Si	1.528	-4.028	2.884
Si	4.218	-1.358	2.755
Si	6.874	1.386	2.688
Si	9.514	4.088	2.7
Si	6.967	6.819	2.695
Si	9.583	9.53	2.655
Si	6.874	12.175	2.811
Si	9.644	-1.366	2.737
Si	12.262	1.444	2.644
Si	14.992	4.12	2.579
Si	12.294	6.837	2.668
Si	15.035	9.556	2.665
Si	12.273	12.301	2.65
Si	14.978	-1.349	2.615
Si	0.102	-0.01	3.984
Si	2.846	2.712	4.019
Si	0.123	5.409	4.022
Si	2.816	8.084	4.074
Si	0.127	-5.458	4.082
Si	2.86	-2.646	4.162
Si	5.559	0.021	4.076
Si	8.203	2.733	4.078
Si	5.577	5.439	4.027
Si	8.287	8.17	4.074
Si	5.576	10.835	4.199
Si	8.26	-2.728	4.085
Si	10.993	0.021	4.055
Si	13.644	2.776	3.996
Si	10.934	5.449	4.02
Si	13.669	8.177	4.033
Si	10.944	10.897	4.012
Si	13.642	-2.691	4.022
Si	1.337	-1.3	16.188
Si	4.052	1.352	16.222
Si	1.275	4.098	16.102
Si	4.002	6.792	16.258
Si	1.286	-6.81	16.166
Si	4.042	-4.047	16.23
Si	6.755	-1.399	16.361
Si	9.432	1.34	16.434
Si	6.738	4.014	16.359
Si	9.513	6.733	16.365
Si	6.739	9.498	16.32
Si	9.405	-4.14	16.411
Si	12.129	-1.437	16.418
Si	14.851	1.25	16.336
Si	12.148	4.035	16.397
Si	14.904	6.717	16.394
Si	12.152	9.444	16.417
Si	14.854	-4.162	16.356
Si	2.646	0.105	17.604
Si	5.344	2.636	17.704
Si	2.55	5.428	17.516
Si	5.333	8.16	17.641
Si	2.656	-5.44	17.491
Si	5.37	-2.762	17.704
Si	8.048	-0.028	17.795
Si	10.74	2.752	17.814
Si	8.145	5.356	17.686
Si	10.828	8.051	17.82
Si	8.047	10.8	17.791
Si	10.718	-2.772	17.797
Si	13.482	-0.063	17.76
Si	16.225	2.58	17.665
Si	13.519	5.367	17.764
Si	16.348	8.037	17.705
Si	13.497	10.814	17.769
Si	16.209	-2.747	17.635
Si	1.277	1.512	18.982
Si	3.803	3.983	18.877
Si	1.149	6.792	18.838
Si	3.933	-6.757	18.951
Si	1.236	-4.117	18.776
Si	4.015	-1.258	18.928
Si	6.714	1.346	19.205
Si	9.404	4.127	19.287
Si	6.715	6.715	18.894
Si	9.37	9.356	19.162
Si	6.597	-4.225	19.171
Si	9.319	-1.435	19.209
Si	12.056	1.303	19.092
Si	14.84	3.891	19.025
Si	12.246	6.727	19.233
Si	14.991	9.434	18.992
Si	12.037	-4.184	19.136
Si	14.855	-1.458	19.09
Si	-0.131	0.006	20.043
Si	2.522	2.855	20.562
Si	-0.076	5.533	20.43
Si	2.445	8.218	20.122
Si	-0.183	-5.381	20.181
Si	2.583	-2.692	20.035
Si	5.284	-0.022	20.526
Si	7.955	2.791	20.691
Si	5.208	5.376	20.019
Si	7.89	7.974	20.464
Si	5.176	-5.588	20.596
Si	7.909	-2.838	20.554
Si	10.606	0.053	20.517
Si	13.456	2.624	20.442
Si	10.812	5.512	20.714
Si	13.85	8.011	20.455
Si	10.774	10.652	20.537
Si	13.371	-2.739	20.434
Si	1.052	-1.528	21.321
Si	4.101	1.599	21.805
Si	1.686	4.769	21.924
Si	3.908	6.834	21.241
Si	0.862	-7.043	21.502
Si	3.853	-3.858	21.571
Si	6.21	-1.768	21.884
Si	9.514	1.583	22.064
Si	6.112	3.999	21.651
Si	9.333	6.94	22.03
Si	6.164	-7.458	21.827
Si	9.192	-4.378	21.801
Si	12.284	-1.024	21.697
Si	14.663	1.073	21.728
Si	11.888	3.712	21.859
Si	15.272	6.496	21.75
Si	12.677	9.596	21.677
Si	14.636	-4.279	21.632
Si	2.687	7.989	-1.68
Si	7.427	5.343	23.937
Si	1.734	-5.063	23.605
Si	7.013	3.184	25.744
Si	3.7	2.298	-6.892
Si	7.223	4.54	-2.998
Si	14.545	-1.79	-4.673
Si	17.053	-5.775	-4.557
Si	-0.438	1.061	24.341
Si	6.818	-1.463	24.988
Si	8.542	2.93	-5.122
Si	12.32	7.392	25.754
Si	10.972	-7.406	23.853
Si	16.544	2.148	23.94
Si	10.745	-4.219	24.183
Si	15.087	-7.565	25.773
Si	16.477	-2.895	23.742
Si	3.847	-1.493	-3.906
Si	2.359	-0.021	23.832
Si	0	-4.868	-2.63
Si	2.202	-7.78	-4.79
Si	4.672	-6.056	-4.574
Si	16.671	-5.222	25.73
Si	4.779	4.662	-4.986
Si	11.742	6.173	-4.07
Si	13.635	2.968	-2.174
Si	8.804	0.79	25.159
Si	12.084	-1.862	24.537
Si	8.193	0.874	-2.934
Si	9.248	-4.707	-2.931
Si	10.941	2.788	-7.03
Si	17.007	-4.447	-7.157
Si	18.953	-3.608	-5.21
Si	13.427	5.175	24.034
Si	12.936	3.396	-5.005
Si	9.308	-1.724	-3.895
Si	15.474	5.107	-5.055
Si	0.641	5.834	-1.848
Si	4.064	-1.795	25.839
Si	-1.332	-4.223	24.117
Si	11.983	-5.084	-2.681
Si	5.775	-4.092	25.603
Si	8.933	7.03	-2.88
Si	5.61	0.025	-2.062
Si	2.034	5.672	-4.62
Si	7.218	-6.926	-3.092
Si	8.383	-2.653	-6.567
Si	5.951	-4.236	-6.902
Si	14.26	5.918	-2.608
Si	12.79	7.72	-6.589
Si	15.632	7.338	-7.062
Si	14.771	-4.449	-3.196
Si	7.444	-5.992	24.015
Si	12.131	-1.935	-2.746
Si	17.452	-1.066	-0.23
Si	20.284	1.774	-0.143
Si	18.091	4.019	0.144
Si	20.719	6.465	0.331
Si	17.492	9.798	-0.066
Si	20.999	12.117	-0.037
Si	23.407	-1.678	0.297
Si	26.186	1.011	0.178
Si	22.99	4.355	0.169
Si	26.193	6.351	0.049
Si	23.042	9.79	0.228
Si	25.443	12.337	0.133
Si	28.281	-1.281	0.218
Si	31.528	0.893	0.171
Si	28.501	4.234	0.367
Si	30.932	6.979	0.134
Si	28.895	9.355	-0.341
Si	31.623	11.996	0.161
Si	19.121	0.046	1.074
Si	21.817	2.723	1.385
Si	19.204	5.347	1.685
Si	21.866	8.155	1.409
Si	19.172	10.983	1.108
Si	21.881	-2.8	1.613
Si	24.584	-0.073	1.486
Si	27.278	2.608	1.504
Si	24.578	5.424	1.475
Si	27.254	8.197	1.124
Si	24.432	10.92	1.676
Si	27.082	-2.845	1.432
Si	29.896	-0.134	1.496
Si	32.584	2.575	1.477
Si	29.914	5.512	1.645
Si	32.551	8.13	1.437
Si	29.922	10.822	1.276
Si	32.653	-2.799	1.61
Si	17.75	1.364	2.567
Si	20.533	3.961	2.936
Si	17.706	6.814	2.715
Si	20.402	9.555	2.633
Si	17.759	12.309	2.523
Si	20.384	-1.316	2.622
Si	23.15	1.318	2.727
Si	25.855	3.977	2.813
Si	23.223	6.814	2.8
Si	25.921	9.45	2.698
Si	23.116	12.213	3.059
Si	25.837	-1.467	2.884
Si	28.623	1.286	2.874
Si	31.299	4.032	2.831
Si	28.473	6.904	2.804
Si	31.213	9.498	2.796
Si	28.55	12.145	2.699
Si	31.234	-1.461	2.894
Si	16.369	0.007	3.964
Si	19.047	2.62	4.117
Si	16.328	5.434	4.024
Si	19.061	8.197	4.043
Si	16.415	10.932	3.97
Si	19.037	-2.689	4
Si	21.75	-0.026	4.064
Si	24.472	2.654	4.156
Si	21.863	5.431	4.168
Si	24.555	8.153	4.147
Si	21.688	10.798	4.188
Si	24.494	-2.735	4.309
Si	27.222	-0.08	4.191
Si	29.94	2.688	4.208
Si	27.175	5.426	4.136
Si	29.875	8.17	4.197
Si	27.228	10.808	4.115
Si	29.859	-2.834	4.17
Si	17.632	-1.423	16.319
Si	20.347	1.285	16.329
Si	17.598	3.997	16.357
Si	20.354	6.665	16.301
Si	17.64	9.407	16.302
Si	20.348	-4.192	16.346
Si	23.115	-1.41	16.314
Si	25.76	1.28	16.357
Si	23.132	3.974	16.385
Si	25.82	6.712	16.457
Si	23.095	9.452	16.379
Si	25.825	-4.124	16.396
Si	28.516	-1.432	16.413
Si	31.197	1.302	16.325
Si	28.495	4.073	16.371
Si	31.218	6.814	16.344
Si	28.543	9.462	16.422
Si	31.201	-4.145	16.424
Si	19.013	-0.093	17.691
Si	21.761	2.577	17.688
Si	18.994	5.341	17.698
Si	21.705	8.024	17.633
Si	18.979	10.728	17.686
Si	21.759	-2.796	17.604
Si	24.421	-0.075	17.757
Si	27.088	2.697	17.66
Si	24.467	5.311	17.822
Si	27.25	8.056	17.796
Si	24.498	10.801	17.736
Si	27.174	-2.788	17.812
Si	29.824	0.001	17.741
Si	32.634	2.648	17.572
Si	29.888	5.447	17.7
Si	32.5	8.212	17.736
Si	29.842	10.832	17.848
Si	32.559	-2.74	17.715
Si	17.568	1.208	19.021
Si	20.385	3.935	18.968
Si	17.667	6.657	19.146
Si	20.276	9.229	19.019
Si	17.613	-4.101	18.897
Si	20.492	-1.418	18.986
Si	23.02	1.216	19.162
Si	25.828	3.907	19.214
Si	23.042	6.728	19.052
Si	25.913	9.458	19.104
Si	23.059	-4.151	18.988
Si	25.82	-1.383	19.127
Si	28.406	1.405	19.043
Si	31.308	4.032	18.879
Si	28.619	6.722	19.237
Si	31.165	9.501	19.28
Si	28.486	-4.146	19.256
Si	31.225	-1.335	19.059
Si	16.266	-0.151	20.473
Si	19.068	2.499	20.256
Si	16.343	5.068	20.328
Si	18.982	7.995	20.651
Si	16.243	10.943	20.271
Si	19.108	-2.829	20.15
Si	21.76	-0.208	20.606
Si	24.301	2.588	20.563
Si	21.604	5.367	20.352
Si	24.546	8.032	20.336
Si	21.697	10.643	20.155
Si	24.44	-2.824	20.374
Si	27.025	0.153	20.512
Si	29.938	2.739	20.215
Si	27.35	5.204	20.547
Si	29.926	8.076	20.767
Si	27.18	10.74	20.682
Si	29.833	-2.627	20.466
Si	17.996	-1.38	21.554
Si	20.055	0.971	21.725
Si	17.939	3.917	21.666
Si	20.099	6.214	21.963
Si	17.797	9.853	21.594
Si	20.171	-4.492	21.401
Si	23.372	-1.44	21.916
Si	25.324	1.082	22.027
Si	23.176	4.324	21.691
Si	25.661	6.358	21.595
Si	23.265	9.572	21.498
Si	25.399	-4.445	21.74
Si	28.724	-0.914	21.652
Si	31.045	1.22	21.55
Si	29.137	4.208	21.845
Si	31.37	6.46	21.821
Si	28.476	9.38	22.228
Si	31.431	-3.6	21.869
Si	20.92	-7.468	-4.265
Si	22.93	0.739	26.045
Si	22.165	5.619	24.173
Si	28.266	4.024	-6.033
Si	21.639	-5.872	25.514
Si	24.502	2.631	-2
Si	27.197	-4.766	-6.012
Si	27.654	-0.886	24.621
Si	20.52	1.698	24.693
Si	20.404	6.312	-5.834
Si	32.861	0.902	-5.128
Si	26.559	-0.514	-4.122
Si	26.373	7.82	24.096
Si	34.639	3.252	24.102
Si	23.435	-7.895	24.203
Si	28.09	-1.697	-6.323
Si	34.204	7.383	-6.404
Si	18.872	-1.353	-2.944
Si	20.799	-1.122	25.57
Si	16.956	0.268	-4.603
Si	18.374	-7.669	-2.921
Si	21.349	-5.172	-6.289
Si	37.833	2.689	-6.22
Si	26.603	-3.537	24.438
Si	29.94	0.233	25.924
Si	31.083	1.448	-2.898
Si	30.344	2.645	24.011
Si	28.772	-5.54	-3.32
Si	21.645	-1.916	-2.031
Si	24.127	-3.97	-6.281
Si	23.872	-1.616	-4.23
Si	32.374	4.155	25.841
Si	35.088	-5.267	-4.968
Si	33.452	7.686	23.936
Si	26.758	2.613	-3.785
Si	25.767	1.511	25.041
Si	35.255	2.693	-4.83
Si	18.822	6.054	-1.833
Si	21.761	-3.262	23.849
Si	16.991	8.066	23.654
Si	25.183	-6.25	-1.902
Si	20.116	4.124	-3.768
Si	26.045	7.477	-2.711
Si	21.788	1.883	-2.951
Si	17.564	3.109	-4.634
Si	24.03	-7.345	-4.215
Si	22.299	0.673	-5.563
Si	16.604	-0.397	25.434
Si	31.238	3.049	-6.242
Si	29.325	3.653	-2.465
Si	30.801	-7.653	-4.399
Si	28.689	6.274	-4.084
Si	19.092	-7.252	25.335
Si	29.435	-0.877	-3.887
Si	33.814	-1.257	0.337
Si	36.499	1.689	0.396
Si	34.167	3.689	0.191
Si	36.967	6.508	0.237
Si	33.79	9.796	0.358
Si	36.923	11.931	0.184
Si	39.794	-1.594	0.278
Si	42.416	1.224	0.357
Si	39.167	4.282	0.231
Si	42.594	6.301	0.025
Si	38.961	9.562	0.291
Si	41.776	12.317	0.044
Si	44.525	-1.124	0.141
Si	47.876	1.323	0.14
Si	44.668	3.922	0.343
Si	47.366	6.861	-0.053
Si	45.181	9.167	0.017
Si	47.369	12.111	-0.02
Si	35.38	-0.02	1.556
Si	38.045	2.815	1.68
Si	35.307	5.353	1.445
Si	37.947	8.061	1.699
Si	35.363	10.911	1.633
Si	38.117	-2.784	1.449
Si	40.828	0.011	1.586
Si	43.483	2.647	1.821
Si	40.836	5.419	1.397
Si	43.563	8.03	1.314
Si	40.695	10.743	1.412
Si	43.446	-2.845	1.349
Si	46.215	0.046	1.338
Si	49.055	2.818	1.424
Si	46.276	5.311	1.373
Si	48.997	8.14	1.171
Si	46.14	10.789	1.429
Si	48.791	-2.782	1.298
Si	33.964	1.291	2.912
Si	36.653	4.136	2.974
Si	33.946	6.754	2.771
Si	36.619	9.462	2.987
Si	34.028	12.244	2.983
Si	36.76	-1.418	2.835
Si	39.41	1.341	2.898
Si	42.064	4.085	2.931
Si	39.505	6.761	2.861
Si	42.168	9.409	2.692
Si	39.421	12.146	2.847
Si	42.193	-1.442	2.846
Si	44.955	1.263	2.928
Si	47.633	4.06	2.796
Si	44.91	6.707	2.746
Si	47.648	9.464	2.664
Si	44.8	12.167	2.763
Si	47.515	-1.39	2.722
Si	32.602	-0.073	4.239
Si	35.323	2.683	4.257
Si	32.649	5.388	4.185
Si	35.256	8.076	4.244
Si	32.599	10.825	4.199
Si	35.403	-2.716	4.267
Si	38.078	-0.055	4.225
Si	40.759	2.684	4.27
Si	38.103	5.442	4.255
Si	40.852	8.129	4.183
Si	38.07	10.82	4.244
Si	40.801	-2.797	4.188
Si	43.56	-0.104	4.227
Si	46.298	2.692	4.196
Si	43.531	5.423	4.185
Si	46.28	8.108	4.073
Si	43.48	10.788	4.115
Si	46.19	-2.774	4.11
Si	33.962	-1.438	16.34
Si	36.754	1.26	16.343
Si	33.976	4.044	16.259
Si	36.721	6.819	16.31
Si	33.955	9.526	16.421
Si	36.692	-4.128	16.377
Si	39.453	-1.417	16.44
Si	42.176	1.31	16.389
Si	39.469	4.012	16.329
Si	42.211	6.773	16.414
Si	39.465	9.519	16.402
Si	42.174	-4.093	16.482
Si	44.9	-1.464	16.453
Si	47.608	1.263	16.486
Si	44.884	4.035	16.493
Si	47.58	6.713	16.505
Si	44.896	9.484	16.458
Si	47.557	-4.173	16.497
Si	35.357	-0.1	17.663
Si	38.196	2.562	17.67
Si	35.307	5.455	17.559
Si	38.054	8.181	17.701
Si	35.324	10.894	17.785
Si	38.066	-2.818	17.749
Si	40.847	-0.038	17.77
Si	43.479	2.664	17.796
Si	40.792	5.406	17.672
Si	43.554	8.136	17.813
Si	40.79	10.875	17.82
Si	43.568	-2.78	17.886
Si	46.253	-0.14	17.831
Si	48.995	2.605	17.835
Si	46.232	5.372	17.913
Si	48.913	8.04	17.915
Si	46.221	10.774	17.919
Si	48.879	-2.747	17.807
Si	33.97	1.289	18.922
Si	36.731	4.015	18.713
Si	33.927	6.824	18.912
Si	36.743	9.544	19.116
Si	33.868	-4.087	19.114
Si	36.679	-1.466	19.05
Si	39.537	1.259	19.217
Si	42.037	4.032	19.089
Si	39.463	6.821	18.975
Si	42.212	9.542	19.142
Si	39.391	-4.122	19.211
Si	42.213	-1.337	19.178
Si	44.848	1.238	19.088
Si	47.641	3.926	19.194
Si	44.843	6.785	19.258
Si	47.516	9.334	19.315
Si	44.894	-4.161	19.305
Si	47.552	-1.478	19.321
Si	32.653	0.028	20.381
Si	35.432	2.655	20.057
Si	32.656	5.372	20.216
Si	35.212	8.209	20.278
Si	32.487	10.962	20.591
Si	35.239	-2.707	20.432
Si	38.12	-0.252	20.416
Si	40.816	2.761	20.655
Si	38.03	5.37	20.055
Si	40.775	8.183	20.369
Si	38.039	10.843	20.666
Si	40.845	-2.713	20.455
Si	43.521	0.034	20.603
Si	46.229	2.533	20.429
Si	43.335	5.395	20.434
Si	46.183	8.005	20.848
Si	43.52	10.843	20.678
Si	46.19	-2.859	20.78
Si	33.75	-1.467	21.792
Si	36.916	1.447	21.371
Si	34.329	4.222	21.328
Si	36.436	6.518	21.246
Si	34.107	9.73	21.744
Si	36.26	-4.306	21.766
Si	39.47	-1.547	21.919
Si	42.596	1.791	21.953
Si	38.914	3.875	21.605
Si	42.192	6.978	21.776
Si	39.813	9.73	21.865
Si	41.927	-4.206	21.888
Si	44.972	-1.206	22.006
Si	47.221	1.007	21.947
Si	44.758	3.942	21.521
Si	47.026	6.057	22.025
Si	44.493	9.19	22.087
Si	47.887	-4.098	21.937
Si	34.996	7.779	-1.559
Si	37.868	-6.678	-4.856
Si	39.461	-1.992	-5.193
Si	41.07	0.153	24.055
Si	34.279	-1.259	-6.587
Si	39.76	3.414	-2.706
Si	41.784	-5.536	-2.755
Si	48.156	1.154	24.826
Si	39.853	2.509	25.694
Si	38.005	-3.599	23.88
Si	41	-0.1	-6.741
Si	45.598	3.812	-6.657
Si	43.673	-6.923	25.017
Si	-48.036	3.615	25.086
Si	42.997	-2.315	24.244
Si	47.163	0.033	-3.447
Si	44.465	-6.826	-2.967
Si	35.809	-2.301	-1.627
Si	35.202	0.381	23.824
Si	29.896	-2.946	-2.008
Si	33.709	-7.349	-3.874
Si	39.189	5.195	-6.535
Si	48.604	-5.948	24.259
Si	37.608	1.555	-3.73
Si	40.517	6.194	-4.086
Si	45.9	-2.407	-2.231
Si	46.841	-3.869	-6.974
Si	-48.154	-7.833	-3.672
Si	41.806	-0.847	-4.006
Si	36.599	7.128	24.079
Si	40.914	8.06	24.14
Si	-45.302	-6.719	-4.308
Si	-45.013	0.628	-4.385
Si	47.523	5.599	25.029
Si	42.223	1.798	-2.628
Si	44.093	-2.626	-4.642
Si	-45.018	-2.779	-2.149
Si	32.86	5.602	-1.719
Si	37.311	7.377	-6.865
Si	29.522	-4.659	23.987
Si	46.047	-6.367	-5.494
Si	37.698	-6.319	25.004
Si	43.189	6.64	-2.954
Si	37.926	-0.182	-1.479
Si	33.304	4.906	-4.659
Si	39.525	-7.655	-2.544
Si	37.655	4.332	24.267
Si	36.329	-2.344	-4.662
Si	46.14	2.418	-1.969
Si	44.449	3.836	-3.779
Si	48.344	4.908	-5.534
Si	48.184	7.936	-6.272
Si	40.296	-4.842	-5.244
Si	-48.674	-5.509	-2.031
Si	49.832	-1.146	-0.041
Si	52.628	1.757	0.082
Si	50.454	4.001	-0.148
Si	52.87	6.959	-0.114
Si	50.784	9.31	0.04
Si	53.23	11.952	0.318
Si	55.889	-1.409	0.16
Si	58.113	1.772	0.008
Si	55.755	3.893	0.02
Si	-39.226	6.685	0.093
Si	55.403	9.703	0.089
Si	-39.879	12.62	-0.035
Si	-37.063	-1.58	0.033
Si	-33.923	1.01	0.029
Si	-37.014	4.421	0.147
Si	-34.428	6.945	0.127
Si	-36.614	9.231	0.187
Si	-33.789	12.106	0.047
Si	51.534	-0.004	1.236
Si	54.244	2.788	1.44
Si	51.653	5.47	1.262
Si	54.322	8.101	1.377
Si	51.693	10.793	1.591
Si	54.349	-2.656	1.438
Si	57.087	0.124	1.402
Si	-38.149	2.75	1.332
Si	-40.95	5.527	1.249
Si	-38.137	8.138	1.574
Si	-40.866	10.889	1.262
Si	-38.35	-2.752	1.499
Si	-35.558	-0.143	1.275
Si	-32.794	2.738	1.193
Si	-35.522	5.492	1.568
Si	-32.74	8.089	1.274
Si	-35.499	10.984	1.255
Si	-32.803	-2.732	1.546
Si	50.322	1.352	2.755
Si	52.952	4.171	2.771
Si	50.28	6.798	2.658
Si	53.046	9.43	2.875
Si	50.221	12.236	2.713
Si	52.911	-1.313	2.688
Si	55.63	1.39	2.753
Si	-39.552	4.146	2.665
Si	-42.225	6.808	2.739
Si	-39.55	9.571	2.733
Si	-42.189	12.25	2.741
Si	-39.565	-1.269	2.821
Si	-36.823	1.319	2.658
Si	-34.083	4.056	2.686
Si	-36.83	6.811	2.959
Si	-34.125	9.535	2.626
Si	-36.87	12.225	2.724
Si	-34.233	-1.386	2.786
Si	48.919	-0.024	4.09
Si	51.658	2.726	4.13
Si	48.975	5.447	4.117
Si	51.619	8.093	4.141
Si	48.926	10.84	4.097
Si	51.601	-2.717	4.069
Si	54.292	0.002	4.101
Si	-40.89	2.768	4.074
Si	-43.578	5.474	4.138
Si	-40.888	8.188	4.102
Si	-43.525	10.876	4.143
Si	-40.891	-2.694	4.143
Si	-38.152	0.042	4.131
Si	-35.456	2.69	4.032
Si	-38.233	5.413	4.167
Si	-35.416	8.23	4.133
Si	-38.183	10.882	4.122
Si	-35.544	-2.743	4.134
Si	50.306	-1.394	16.496
Si	53.02	1.321	16.468
Si	50.322	4.018	16.488
Si	52.997	6.752	16.496
Si	50.274	9.413	16.502
Si	53.029	-4.133	16.458
Si	55.751	-1.399	16.397
Si	-39.408	1.381	16.397
Si	-42.146	4.043	16.462
Si	-39.408	6.825	16.382
Si	-42.179	9.504	16.449
Si	-39.419	-4.076	16.428
Si	-36.665	-1.351	16.351
Si	-33.931	1.424	16.321
Si	-36.633	4.149	16.349
Si	-33.901	6.899	16.372
Si	-36.653	9.525	16.418
Si	-33.953	-4.074	16.332
Si	51.682	-0.037	17.879
Si	54.414	2.645	17.826
Si	51.627	5.397	17.897
Si	54.369	8.134	17.825
Si	51.677	10.775	17.796
Si	54.383	-2.733	17.794
Si	57.15	-0.047	17.71
Si	-38.009	2.8	17.69
Si	-40.765	5.476	17.748
Si	-38.042	8.16	17.77
Si	-40.81	10.883	17.789
Si	-37.995	-2.714	17.752
Si	-35.279	0.023	17.677
Si	-32.531	2.816	17.635
Si	-35.273	5.545	17.716
Si	-32.51	8.234	17.79
Si	-35.229	10.854	17.778
Si	-32.577	-2.673	17.629
Si	50.293	1.258	19.288
Si	53.045	4.018	19.175
Si	50.209	6.678	19.357
Si	52.975	9.418	19.242
Si	50.264	-4.153	19.028
Si	53.079	-1.38	19.23
Si	55.81	1.233	19.137
Si	-39.316	4.201	19.072
Si	55.762	6.772	19.143
Si	-39.446	9.496	19.115
Si	55.722	-4.08	19.155
Si	58.534	-1.351	19.084
Si	-36.63	1.429	18.993
Si	-33.802	4.266	19.021
Si	-36.635	6.848	19.157
Si	-33.837	9.575	19.265
Si	-36.611	-4.099	19.088
Si	-33.931	-1.354	19.056
Si	48.917	-0.093	20.702
Si	51.693	2.651	20.569
Si	48.861	5.203	20.746
Si	51.603	8.06	20.7
Si	48.943	10.808	20.412
Si	51.578	-2.78	20.386
Si	54.519	-0.118	20.674
Si	57.199	2.77	20.249
Si	54.427	5.408	20.513
Si	57.062	8.146	20.517
Si	54.312	10.887	20.523
Si	57.216	-2.764	20.444
Si	59.848	0.137	20.361
Si	-35.169	2.819	20.224
Si	-37.958	5.486	20.59
Si	-35.274	8.161	20.6
Si	-37.99	10.85	20.405
Si	-35.264	-2.735	20.461
Si	50.072	-1.795	21.881
Si	53.386	1.631	21.81
Si	50.593	4.137	22.035
Si	52.821	6.417	21.893
Si	50.418	9.749	21.869
Si	52.618	-4.336	21.73
Si	55.964	-1.578	21.989
Si	58.811	1.858	21.649
Si	55.688	3.821	21.68
Si	58.742	7.144	21.799
Si	55.86	9.742	21.825
Si	58.249	-4.471	21.664
Si	61.075	-1.38	21.567
Si	-33.686	1.662	21.592
Si	-36.621	3.844	21.726
Si	-33.887	6.87	22.042
Si	-36.894	9.357	21.84
Si	-33.748	-3.882	21.944
Si	-43.514	5.357	-2.438
Si	-40.171	-1.41	-7.206
Si	-42.901	-6.909	24.928
Si	-40.247	3.447	23.886
Si	-44.392	3.68	-4.991
Si	-42.639	-6.83	-2.887
Si	-35.913	-4.29	-4.748
Si	-38.166	-3.091	23.597
Si	-44.238	0.45	24.422
Si	-44.026	-2.636	23.884
Si	-41.918	7.085	-4.428
Si	-34.778	4.65	24.155
Si	-36.293	-1.712	-6.242
Si	-29.394	4.933	23.563
Si	-35.808	-5.049	23.872
Si	-34.62	5.051	-5.049
Si	-33.822	-0.064	-5.149
Si	-47.744	-2.644	-2.895
Si	-44.01	7.812	-6.506
Si	44.166	-4.765	-6.933
Si	-46.858	4.143	-6.96
Si	-44.748	-4.085	-5.8
Si	-30.572	1.882	-7.051
Si	-38.272	0.336	-2.138
Si	-39.833	5.902	-6.302
Si	-30.436	5.661	-2.297
Si	-35.439	-7.495	-7.189
Si	-32.845	2.814	25.593
Si	-41.418	-0.244	24.585
Si	-42.563	-3.838	-3.778
Si	-39.408	6.044	24.619
Si	-33.318	-4.298	-6.281
Si	-31.564	-2.161	-4.836
Si	-32.2	-7.651	23.899
Si	-38.775	-1.338	-4.573
Si	-38.181	-6.564	-7.232
Si	-35.417	0.308	23.804
Si	48.981	5.712	-2.469
Si	-47.776	-1.324	24.818
Si	-48.055	-0.179	-7.241
Si	-38.329	-6.28	-4.319
Si	-41.778	3.762	-6.852
Si	-37.88	8.006	-2.123
Si	-43.913	-0.151	-1.808
Si	46.067	-1.007	-6.091
Si	-39.64	-3.801	-3.145
Si	-45.258	-1.294	-6.742
Si	-48.027	-0.067	-4.233
Si	-36.819	5.989	-6.879
Si	-35.251	0.477	-2.551
Si	-30.292	-4.061	26.016
Si	-33.166	7.902	-5.35
Si	-44.511	7.089	24.877
Si	-35.272	-2.686	-2.036
Si	-31.707	-1.186	0.231
Si	-28.884	1.597	0.126
Si	-31.044	3.827	0.002
Si	-28.491	6.354	-0.067
Si	-31.753	9.68	-0.132
Si	-28.622	-4.226	-0.121
Si	-25.778	-1.606	-0.209
Si	-22.879	1.289	-0.209
Si	-26.243	4.212	0.056
Si	-23.05	6.645	-0.278
Si	-26.336	-6.4	-0.107
Si	-23.564	-3.806	-0.115
Si	-20.728	-1.004	-0.311
Si	-17.317	1.052	-0.328
Si	-20.797	4.418	-0.268
Si	-17.878	7.127	-0.133
Si	-20.136	-6.985	-0.218
Si	-17.614	-4.09	-0.171
Si	-30.067	0.02	1.368
Si	-27.379	2.763	1.459
Si	-29.976	5.343	1.437
Si	-27.397	-8.164	1.065
Si	-30.129	-5.473	1.173
Si	-27.369	-2.681	1.181
Si	-24.58	0.08	0.985
Si	-21.769	2.808	1.147
Si	-24.592	5.498	1.11
Si	-21.831	-8.105	1.014
Si	-24.699	-5.35	1.223
Si	-21.885	-2.604	1.026
Si	-19.05	0.072	0.984
Si	-16.26	2.757	0.924
Si	-19.135	5.519	1.016
Si	-16.354	-7.968	1.095
Si	-19.098	-5.361	1.118
Si	-16.333	-2.649	1.134
Si	-31.451	1.41	2.671
Si	-28.668	4.079	2.858
Si	-31.372	6.78	2.656
Si	-28.733	-6.83	2.517
Si	-31.346	-4.117	2.703
Si	-28.654	-1.34	2.621
Si	-25.888	1.345	2.526
Si	-23.215	4.13	2.469
Si	-25.951	6.876	2.47
Si	-23.211	-6.746	2.405
Si	-26.023	-4.01	2.602
Si	-23.22	-1.249	2.428
Si	-20.348	1.453	2.42
Si	-17.678	4.132	2.271
Si	-20.479	6.865	2.43
Si	-17.703	-6.663	2.499
Si	-20.518	-3.988	2.383
Si	-17.742	-1.288	2.416
Si	-32.795	0.023	4.039
Si	-30.082	2.711	4.096
Si	-32.732	5.438	4.036
Si	-30.027	-8.142	3.981
Si	-32.753	-5.456	4.03
Si	-29.989	-2.71	4.001
Si	-27.258	0.022	3.929
Si	-24.54	2.757	3.852
Si	-27.237	5.537	3.971
Si	-24.558	-8.096	3.813
Si	-27.36	-5.436	3.899
Si	-24.567	-2.624	3.844
Si	-21.789	0.095	3.755
Si	-18.996	2.818	3.742
Si	-21.829	5.503	3.798
Si	-19.09	-8.082	3.769
Si	-21.85	-5.365	3.758
Si	-19.108	-2.659	3.747
Si	-31.204	-1.309	16.253
Si	-28.462	1.44	16.143
Si	-31.162	4.166	16.274
Si	-28.486	-9.455	16.162
Si	-31.231	-6.767	16.267
Si	-28.471	-4.009	16.144
Si	-25.694	-1.209	16.03
Si	-22.982	1.486	16.039
Si	-25.71	4.186	16.081
Si	-22.987	-9.424	16.002
Si	-25.715	-6.705	16.097
Si	-22.997	-3.99	16.008
Si	-20.288	-1.224	16.006
Si	-17.611	1.46	15.935
Si	-20.286	4.217	15.965
Si	-17.613	-9.383	15.965
Si	-20.265	-6.667	16.027
Si	-17.622	-3.973	15.957
Si	-29.807	0.094	17.544
Si	-27.065	2.826	17.435
Si	-29.785	5.546	17.64
Si	-27.053	-8.112	17.432
Si	-29.831	-5.38	17.524
Si	-27.045	-2.572	17.347
Si	-24.31	0.125	17.413
Si	-21.591	2.87	17.359
Si	-24.269	5.518	17.401
Si	-21.653	-8.031	17.336
Si	-24.335	-5.308	17.42
Si	-21.624	-2.627	17.332
Si	-18.913	0.133	17.377
Si	-16.269	2.862	17.24
Si	-18.952	5.582	17.339
Si	-16.261	-7.989	17.294
Si	-18.877	-5.322	17.42
Si	-16.255	-2.628	17.296
Si	-31.192	1.405	18.953
Si	-28.377	4.128	18.884
Si	-31.067	6.896	19.145
Si	-28.375	-6.723	18.777
Si	-31.17	-4.03	18.927
Si	-28.312	-1.246	18.774
Si	-25.606	1.568	18.755
Si	-22.846	4.237	18.797
Si	-25.663	-9.505	18.736
Si	-23.001	-6.726	18.744
Si	-25.651	-3.824	18.707
Si	-22.935	-1.284	18.72
Si	-20.219	1.564	18.732
Si	-17.562	4.214	18.645
Si	-20.261	-9.321	18.697
Si	-17.46	-6.652	18.82
Si	-20.262	-3.935	18.723
Si	-17.531	-1.263	18.699
Si	-32.537	0.004	20.388
Si	-29.801	2.835	20.228
Si	-32.471	5.561	20.577
Si	-29.511	8.274	20.349
Si	-32.368	11.017	20.55
Si	-29.712	-2.61	20.075
Si	-26.938	0.195	20.068
Si	-24.135	2.815	20.153
Si	-26.809	5.328	20.162
Si	-24.451	-8.051	20.088
Si	-27.075	-5.169	19.933
Si	-24.304	-2.536	20.18
Si	-21.509	0.072	19.988
Si	-18.858	2.941	20.128
Si	-21.536	5.704	20.156
Si	-18.906	-7.999	20.09
Si	-21.581	-5.362	20.043
Si	-18.838	-2.634	20.09
Si	-30.729	-1.067	21.455
Si	-28.561	1.246	21.364
Si	-31.358	3.811	21.719
Si	-28.063	6.711	21.462
Si	-30.563	9.907	21.698
Si	-28.517	-4.073	21.415
Si	-25.365	-0.811	21.458
Si	-22.966	1.192	21.386
Si	-25.12	4.341	21.625
Si	-23.189	-9.471	21.415
Si	-25.655	-6.37	21.239
Si	-23.202	-4.296	21.293
Si	-19.893	-0.948	21.324
Si	-17.715	1.35	21.452
Si	-19.892	4.605	21.443
Si	-17.683	-9.515	21.365
Si	-20.073	-6.479	21.448
Si	-17.819	-4.248	21.493
Si	-31.486	-7.995	-3.046
Si	-28.214	2.304	24.266
Si	-26.978	-7.825	23.59
Si	-21.443	2.887	23.59
Si	-22.672	-2.412	26.045
Si	-25.796	3.722	-4.584
Si	-20.037	-6.904	-5.27
Si	-20.283	-1.639	24.253
Si	-24.126	-6.447	-7.141
Si	-26.551	-2.653	23.412
Si	-18.815	3.852	-5.729
Si	-17.344	5.208	25.525
Si	-21.638	-8.06	23.725
Si	-16.225	3.017	23.691
Si	-23.965	-4.107	23.895
Si	-14.089	-2.463	-5.518
Si	-17.879	-3.61	24.47
Si	-30.097	-2.423	-2.096
Si	-31.827	-2.383	23.968
Si	-33.197	2.682	-6.439
Si	-28.716	-7.872	-4.42
Si	-28.355	-5.926	-6.847
Si	-11.61	-1.417	-7.054
Si	-28.502	5.275	-4.55
Si	-23.627	8.056	-3.059
Si	-17.374	0.312	-3.148
Si	-24.265	3.719	24.494
Si	-20.49	-4.073	-4.537
Si	-26.076	0.794	-4.119
Si	-25.878	-4.721	-5.272
Si	-21.318	0.305	-7.034
Si	-15.725	-7.724	-6.073
Si	-15.769	-7.736	-3.139
Si	-16.927	7.815	24.158
Si	-24.705	2.586	-2.197
Si	-18.848	0.861	-5.794
Si	-14.847	0.446	-4.957
Si	-35.675	5.617	-2.142
Si	-27.174	-3.9	25.944
Si	-28.811	7.256	25.479
Si	-22.046	-5.597	-2.281
Si	-25.239	-6.334	25.281
Si	-22.506	7.866	-5.711
Si	-27.808	-0.262	-2.121
Si	-33.169	-0.186	25.614
Si	-26.123	-6.868	-3.113
Si	-25.13	-1.808	-5.684
Si	-29.801	-0.797	-6.828
Si	-18.686	7.437	-3.556
Si	-19.14	4.515	-2.675
Si	-19.905	1.063	25.653
Si	-16.956	5.939	-5.196
Si	-22.322	-2.552	-6.656
Si	-18.898	-2.32	-2.488
Si	-15.07	-1.218	-0.199
Si	-12.367	1.617	-0.19
Si	-14.548	3.836	-0.314
Si	-11.87	6.642	-0.298
Si	-15.425	-6.367	-0.383
Si	-12.021	-4.315	-0.386
Si	-9.068	-1.622	-0.387
Si	-6.508	1.151	-0.06
Si	-9.641	4.421	-0.32
Si	-6.312	6.528	-0.255
Si	-9.648	-6.429	-0.568
Si	-6.74	-3.782	-0.46
Si	-4.185	-1.031	0.025
Si	-0.928	1.033	0.086
Si	-4.099	4.33	0.007
Si	-1.455	7.034	-0.101
Si	-3.545	-6.985	-0.111
Si	-0.757	-4.504	0.125
Si	-13.527	0.02	1.065
Si	-10.786	2.835	1.026
Si	-13.492	5.496	0.98
Si	-10.699	-8.052	0.889
Si	-13.63	-5.432	0.896
Si	-10.768	-2.724	0.871
Si	-8.121	-0.031	1.096
Si	-5.372	2.783	1.198
Si	-8.028	5.511	1.022
Si	-5.248	8.184	1.044
Si	-8.005	-5.372	0.801
Si	-5.303	-2.747	1.107
Si	-2.628	0.043	1.334
Si	0.114	2.765	1.305
Si	-2.597	5.538	1.295
Si	0.149	8.047	1.345
Si	-2.486	-5.499	1.32
Si	0.189	-2.822	1.408
Si	-14.947	1.401	2.376
Si	-12.161	4.17	2.406
Si	-14.922	6.884	2.283
Si	-12.211	-6.788	2.243
Si	-14.907	-4.046	2.364
Si	-12.102	-1.35	2.308
Si	-9.473	1.407	2.374
Si	-6.767	4.141	2.479
Si	-9.378	6.932	2.333
Si	-6.697	-6.736	2.275
Si	-9.405	-4.073	2.268
Si	-6.702	-1.361	2.457
Si	-3.999	1.454	2.588
Si	-1.247	4.138	2.608
Si	-3.99	6.889	2.582
Si	-1.165	-6.85	2.707
Si	-3.944	-4.081	2.495
Si	-1.262	-1.396	2.639
Si	-16.335	0.072	3.736
Si	-13.567	2.784	3.713
Si	-16.313	5.515	3.632
Si	-13.55	-8.111	3.667
Si	-16.283	-5.335	3.782
Si	-13.52	-2.669	3.676
Si	-10.828	0.041	3.717
Si	-8.12	2.746	3.778
Si	-10.781	5.558	3.7
Si	-8.046	-8.057	3.713
Si	-10.834	-5.405	3.616
Si	-8.106	-2.723	3.739
Si	-5.37	0.02	3.843
Si	-2.626	2.778	3.938
Si	-5.386	5.49	3.847
Si	-2.625	8.182	3.989
Si	-5.37	-5.434	3.763
Si	-2.648	-2.736	3.934
Si	-14.908	-1.265	15.932
Si	-12.218	1.499	15.91
Si	-14.885	4.227	15.94
Si	-12.239	-9.449	15.831
Si	-14.938	-6.653	15.903
Si	-12.237	-3.957	15.937
Si	-9.524	-1.208	15.9
Si	-6.827	1.408	15.961
Si	-9.525	4.135	15.92
Si	-6.821	6.884	15.931
Si	-9.486	-6.695	15.882
Si	-6.793	-3.98	15.91
Si	-4.158	-1.341	16.025
Si	-1.366	1.443	16.076
Si	-4.051	4.155	15.983
Si	-1.409	6.833	16.057
Si	-4.123	9.568	15.984
Si	-1.437	-4.056	16.052
Si	-13.581	0.157	17.246
Si	-10.855	2.797	17.323
Si	-13.524	5.597	17.311
Si	-10.856	-8.111	17.119
Si	-13.62	-5.296	17.289
Si	-10.867	-2.552	17.234
Si	-8.212	0.102	17.349
Si	-5.441	2.791	17.24
Si	-8.195	5.53	17.246
Si	-5.468	8.201	17.32
Si	-8.122	-5.335	17.233
Si	-5.537	-2.685	17.411
Si	-2.781	0.058	17.29
Si	-0.049	2.793	17.524
Si	-2.688	5.436	17.428
Si	-0.162	-8.122	17.494
Si	-2.84	-5.383	17.388
Si	-0.073	-2.725	17.403
Si	-14.938	1.521	18.593
Si	-12.127	4.242	18.653
Si	-14.895	-9.31	18.629
Si	-12.195	-6.763	18.418
Si	-14.96	-3.949	18.739
Si	-12.199	-1.157	18.584
Si	-9.532	1.457	18.769
Si	-6.81	4.155	18.531
Si	-9.576	6.905	18.561
Si	-6.812	9.619	18.627
Si	-9.446	-3.895	18.513
Si	-6.914	-1.283	18.729
Si	-4.099	1.456	18.607
Si	-1.36	4.136	18.946
Si	-4.101	6.805	18.65
Si	-1.563	-6.719	18.814
Si	-4.222	-4.098	18.788
Si	-1.459	-1.307	18.627
Si	-16.239	0.194	20.032
Si	-13.591	2.919	19.88
Si	-16.242	5.632	19.953
Si	-13.448	-7.989	19.933
Si	-16.082	-5.356	20.329
Si	-13.601	-2.448	19.914
Si	-10.91	0.088	20.136
Si	-8.136	2.932	19.983
Si	-10.77	5.585	20.077
Si	-8.238	8.267	19.87
Si	-10.852	-5.34	19.612
Si	-8.249	-2.638	20.134
Si	-5.539	0.179	19.903
Si	-2.767	2.678	20.126
Si	-5.459	5.429	19.932
Si	-2.934	-8.14	20.112
Si	-5.547	-5.487	20.207
Si	-2.879	-2.598	19.957
Si	-14.573	-0.791	21.311
Si	-12.424	1.513	21.274
Si	-14.733	4.44	21.243
Si	-12.474	6.657	21.257
Si	-14.139	-6.337	21.481
Si	-12.198	-3.987	20.887
Si	-10.052	-1.761	21.41
Si	-6.647	1.715	21.273
Si	-9.015	4.636	21.355
Si	-6.856	6.864	21.098
Si	-9.448	9.867	21.066
Si	-7.193	-4.313	21.397
Si	-4.056	-1.008	21.19
Si	-1.69	1.01	21.427
Si	-4.397	3.83	21.308
Si	-1.418	7.133	21.536
Si	-4.621	-7.279	21.525
Si	-1.289	-3.615	21.277
Si	-13.103	7.387	-3.063
Si	-10.744	3.097	23.482
Si	-10.299	-6.911	23.933
Si	-7.065	0.952	24.14
Si	-11.784	0.84	-4.938
Si	-8.285	3.994	-3.121
Si	-2.915	-2.084	-2.577
Si	-4.937	-1.187	24.005
Si	-9.689	0.736	25.343
Si	-10.999	-1.564	24.118
Si	-10.322	-4.23	25.393
Si	-3.056	1.373	-6.375
Si	-3.698	-5.929	24.24
Si	-3.094	5.529	23.648
Si	-5.95	-3.864	24.259
Si	-1.063	-3.661	-5.304
Si	1.236	2.892	-5.596
Si	-13.355	-2.524	-2.477
Si	-13.971	-1.325	24.039
Si	-19.521	7.195	25.358
Si	-14.746	1.232	25.775
Si	-11.542	-7.555	-5.161
Si	3.292	-0.704	-6.597
Si	-10.231	3.378	-5.403
Si	-4.595	5.61	-4.611
Si	-0.236	-0.576	-2.277
Si	-5.032	-5.113	-7.268
Si	-1.134	3.875	25.594
Si	-6.124	0.912	-5.717
Si	-3.264	-5.581	-5.032
Si	-8.534	7.262	25.423
Si	-0.707	-7.252	-4.199
Si	3.089	-4.192	-2.592
Si	1.566	5.142	25.05
Si	-6.168	1.908	-2.961
Si	-5.677	6.139	25.38
Si	1.634	0.295	-4.446
Si	-16.469	5.163	-2.169
Si	-12.035	5.843	-5.254
Si	-16.615	-5.96	25.711
Si	-4.435	-4.843	-2.33
Si	-6.038	3.731	-6.769
Si	-7.125	6.82	-3.248
Si	-11.05	-0.304	-2.342
Si	-15.333	-3.284	25.828
Si	-8.792	-6.931	-3.655
Si	-10.8	5.091	25.79
Si	-7.785	-5.42	-5.887
Si	-1.638	3.345	-4.905
Si	-3.472	3.302	-2.738
Si	-2.132	-1.426	25.325
Si	-1.737	6.438	-5.146
Si	-12.969	-8.066	23.713
Si	-2.5	-1.209	-5.413
Si	1.441	-1.305	5.421
Si	4.18	1.372	5.41
Si	1.478	4.059	5.374
Si	4.199	6.756	5.412
Si	1.481	9.493	5.403
Si	4.193	12.246	5.464
Si	6.904	-1.356	5.428
Si	9.595	1.361	5.4
Si	6.88	4.092	5.439
Si	9.612	6.793	5.426
Si	6.946	9.486	5.493
Si	9.612	12.229	5.43
Si	12.32	-1.345	5.425
Si	14.995	1.366	5.344
Si	12.292	4.099	5.396
Si	14.987	6.791	5.41
Si	12.294	9.527	5.387
Si	15.01	12.243	5.36
Si	17.673	-1.364	5.39
Si	20.399	1.286	5.483
Si	17.678	4.051	5.402
Si	20.41	6.799	5.426
Si	17.702	9.55	5.404
Si	20.342	12.245	5.446
Si	23.071	-1.355	5.526
Si	25.834	1.296	5.512
Si	23.155	4.038	5.533
Si	25.833	6.754	5.532
Si	23.12	9.465	5.495
Si	25.873	12.158	5.534
Si	28.55	-1.445	5.55
Si	31.271	1.319	5.578
Si	28.547	4.067	5.507
Si	31.248	6.758	5.51
Si	28.543	9.505	5.564
Si	31.246	12.181	5.552
Si	33.998	-1.388	5.594
Si	36.709	1.313	5.578
Si	33.982	4.052	5.595
Si	36.708	6.782	5.585
Si	33.93	9.461	5.58
Si	36.732	12.198	5.596
Si	39.458	-1.42	5.557
Si	42.183	1.304	5.545
Si	39.414	4.044	5.617
Si	42.195	6.777	5.558
Si	39.467	9.467	5.556
Si	42.162	12.154	5.528
Si	44.897	-1.453	5.57
Si	47.625	1.314	5.537
Si	44.896	4.043	5.525
Si	47.608	6.778	5.493
Si	44.9	9.461	5.46
Si	47.569	12.192	5.471
Si	50.274	-1.376	5.475
Si	52.997	1.368	5.506
Si	50.3	4.066	5.502
Si	-44.934	6.785	5.532
Si	50.288	9.497	5.483
Si	-44.938	12.242	5.451
Si	-42.271	-1.357	5.487
Si	-39.532	1.403	5.461
Si	-42.227	4.094	5.488
Si	-39.547	6.822	5.496
Si	-42.205	9.522	5.523
Si	-39.509	12.271	5.49
Si	-36.833	-1.342	5.501
Si	-34.108	1.373	5.438
Si	-36.81	4.047	5.441
Si	-34.065	6.812	5.427
Si	-36.806	9.548	5.488
Si	-34.097	-4.084	5.418
Si	-31.374	-1.343	5.346
Si	-28.629	1.357	5.331
Si	-31.386	4.114	5.433
Si	-28.623	6.86	5.332
Si	-31.372	-6.795	5.376
Si	-28.639	-4.072	5.337
Si	-25.891	-1.313	5.276
Si	-23.133	1.426	5.175
Si	-25.872	4.127	5.253
Si	-23.181	6.864	5.167
Si	-25.914	-6.752	5.212
Si	-23.186	-4.009	5.155
Si	-20.443	-1.285	5.115
Si	-17.666	1.445	5.105
Si	-20.405	4.154	5.104
Si	-17.677	6.857	5.049
Si	-20.454	-6.713	5.114
Si	-17.692	-3.986	5.096
Si	-14.925	-1.305	5.031
Si	-12.21	1.41	5.061
Si	-14.95	4.166	5.032
Si	-12.188	6.879	5.052
Si	-14.913	-6.748	5.056
Si	-12.172	-4.04	5.025
Si	-9.465	-1.324	5.075
Si	-6.754	1.398	5.149
Si	-9.479	4.153	5.085
Si	-6.75	6.884	5.139
Si	-9.474	-6.728	5.035
Si	-6.742	-4.062	5.115
Si	-4.021	-1.336	5.222
Si	-1.275	1.385	5.284
Si	-4.02	4.143	5.23
Si	-1.266	6.802	5.32
Si	-4.036	-6.748	5.225
Si	-1.296	-4.073	5.325
Si	2.81	0.031	6.767
Si	5.523	2.724	6.781
Si	2.815	5.419	6.75
Si	5.536	8.127	6.787
Si	2.814	10.871	6.766
Si	5.547	-2.71	6.8
Si	8.252	0.003	6.784
Si	10.941	2.723	6.767
Si	8.244	5.442	6.792
Si	10.954	8.164	6.783
Si	8.274	10.875	6.824
Si	10.958	-2.72	6.781
Si	13.664	0.016	6.773
Si	16.318	2.699	6.771
Si	13.63	5.44	6.788
Si	16.344	8.16	6.763
Si	13.652	10.881	6.751
Si	16.325	-2.726	6.771
Si	19.024	-0.063	6.82
Si	21.74	2.679	6.838
Si	19.035	5.418	6.77
Si	21.753	8.11	6.845
Si	19.015	10.88	6.826
Si	21.716	-2.757	6.84
Si	24.45	-0.024	6.884
Si	27.187	2.682	6.858
Si	24.486	5.396	6.897
Si	27.185	8.116	6.889
Si	24.464	10.826	6.867
Si	27.191	-2.788	6.91
Si	29.903	-0.061	6.9
Si	32.623	2.682	6.936
Si	29.904	5.401	6.888
Si	32.59	8.094	6.923
Si	29.899	10.842	6.93
Si	32.623	-2.775	6.904
Si	35.353	-0.031	6.948
Si	38.068	2.666	6.951
Si	35.366	5.397	6.937
Si	38.089	8.129	6.924
Si	35.339	10.825	6.907
Si	38.099	-2.764	6.936
Si	40.822	-0.054	6.909
Si	43.545	2.675	6.895
Si	40.823	5.41	6.918
Si	43.563	8.132	6.893
Si	40.816	10.824	6.919
Si	43.526	-2.81	6.903
Si	46.259	-0.054	6.893
Si	48.969	2.692	6.888
Si	46.259	5.41	6.874
Si	48.948	8.139	6.871
Si	46.231	10.83	6.856
Si	48.935	-2.76	6.844
Si	51.637	-0.017	6.855
Si	-43.558	2.718	6.871
Si	-46.265	5.405	6.892
Si	-43.573	8.162	6.88
Si	-46.27	10.866	6.842
Si	-43.597	-2.731	6.86
Si	-40.879	0.014	6.827
Si	-38.154	2.722	6.846
Si	-40.883	5.455	6.869
Si	-38.154	8.168	6.843
Si	-40.844	10.889	6.867
Si	-38.168	-2.7	6.871
Si	-35.439	0.016	6.826
Si	-32.739	2.747	6.782
Si	-35.441	5.444	6.779
Si	-32.695	-8.151	6.774
Si	-35.434	-5.413	6.827
Si	-32.718	-2.696	6.74
Si	-29.987	0.008	6.703
Si	-27.249	2.772	6.623
Si	-29.971	5.49	6.713
Si	-27.243	-8.087	6.641
Si	-30.001	-5.41	6.71
Si	-27.244	-2.686	6.642
Si	-24.498	0.076	6.567
Si	-21.755	2.799	6.498
Si	-24.5	5.504	6.575
Si	-21.801	-8.075	6.492
Si	-24.535	-5.369	6.541
Si	-21.794	-2.646	6.492
Si	-19.051	0.083	6.448
Si	-16.297	2.817	6.429
Si	-19.037	5.522	6.445
Si	-16.302	-8.098	6.403
Si	-19.055	-5.36	6.448
Si	-16.303	-2.628	6.422
Si	-13.584	0.061	6.41
Si	-10.856	2.786	6.421
Si	-13.575	5.518	6.393
Si	-10.835	-8.079	6.411
Si	-13.553	-5.374	6.4
Si	-10.845	-2.674	6.416
Si	-8.129	0.035	6.47
Si	-5.397	2.755	6.527
Si	-8.125	5.506	6.462
Si	-5.401	-8.117	6.545
Si	-8.13	-5.399	6.453
Si	-5.41	-2.7	6.522
Si	-2.663	0.019	6.594
Si	0.079	2.713	6.682
Si	-2.66	5.457	6.63
Si	0.077	8.153	6.705
Si	-2.687	-5.417	6.629
Si	0.062	-2.711	6.69
Si	1.424	1.382	8.081
Si	4.158	4.076	8.126
Si	1.441	6.803	8.065
Si	4.171	9.51	8.117
Si	1.422	-4.067	8.057
Si	4.156	-1.35	8.12
Si	6.877	1.356	8.134
Si	9.581	4.066	8.149
Si	6.88	6.782	8.161
Si	9.6	9.5	8.177
Si	6.886	-4.087	8.155
Si	9.586	-1.374	8.147
Si	12.279	1.35	8.14
Si	14.965	4.053	8.15
Si	12.274	6.788	8.161
Si	14.971	9.499	8.14
Si	12.293	-4.097	8.144
Si	14.974	-1.375	8.154
Si	17.658	1.324	8.153
Si	20.365	4.048	8.169
Si	17.679	6.779	8.142
Si	20.383	9.495	8.177
Si	17.645	-4.096	8.178
Si	20.359	-1.415	8.209
Si	23.087	1.333	8.227
Si	25.835	4.028	8.24
Si	23.09	6.748	8.222
Si	25.81	9.464	8.237
Si	23.088	-4.123	8.2
Si	25.802	-1.415	8.228
Si	28.532	1.312	8.233
Si	31.25	4.041	8.267
Si	28.542	6.758	8.247
Si	31.248	9.467	8.274
Si	28.543	-4.123	8.28
Si	31.27	-1.407	8.26
Si	33.989	1.33	8.293
Si	36.716	4.034	8.3
Si	33.984	6.754	8.272
Si	36.718	9.484	8.269
Si	33.985	-4.131	8.262
Si	36.727	-1.402	8.28
Si	39.46	1.306	8.275
Si	42.188	4.038	8.263
Si	39.454	6.762	8.278
Si	42.191	9.473	8.266
Si	39.459	-4.132	8.278
Si	42.182	-1.422	8.259
Si	44.903	1.312	8.254
Si	47.607	4.046	8.249
Si	44.908	6.759	8.254
Si	47.592	9.486	8.241
Si	44.894	-4.148	8.262
Si	47.608	-1.413	8.255
Si	50.312	1.331	8.257
Si	-44.908	4.057	8.261
Si	50.303	6.778	8.246
Si	-44.921	9.52	8.242
Si	50.296	-4.108	8.226
Si	-44.931	-1.372	8.239
Si	-42.203	1.36	8.235
Si	-39.495	4.098	8.215
Si	-42.221	6.803	8.253
Si	-39.488	9.53	8.229
Si	-42.219	-4.082	8.227
Si	-39.524	-1.337	8.219
Si	-36.789	1.369	8.204
Si	-34.075	4.106	8.157
Si	-36.778	6.802	8.177
Si	-34.052	-6.786	8.147
Si	-36.776	-4.054	8.204
Si	-34.048	-1.341	8.147
Si	-31.328	1.384	8.084
Si	-28.589	4.121	8.025
Si	-31.313	6.831	8.111
Si	-28.595	-6.749	8.036
Si	-31.34	-4.046	8.091
Si	-28.597	-1.337	8.032
Si	-25.856	1.422	7.952
Si	-23.107	4.149	7.891
Si	-25.86	6.859	7.955
Si	-23.148	-6.725	7.879
Si	-25.859	-4.032	7.966
Si	-23.129	-1.296	7.893
Si	-20.391	1.436	7.839
Si	-17.669	4.163	7.794
Si	-20.402	6.884	7.815
Si	-17.667	-6.73	7.77
Si	-20.405	-4	7.826
Si	-17.665	-1.269	7.788
Si	-14.936	1.44	7.768
Si	-12.223	4.155	7.765
Si	-14.935	6.875	7.763
Si	-12.202	-6.723	7.772
Si	-14.934	-4.008	7.753
Si	-12.219	-1.303	7.759
Si	-9.498	1.425	7.79
Si	-6.77	4.141	7.835
Si	-9.497	6.875	7.793
Si	-6.785	-6.746	7.851
Si	-9.489	-4.02	7.793
Si	-6.771	-1.314	7.846
Si	-4.038	1.4	7.904
Si	-1.301	4.094	7.99
Si	-4.041	6.846	7.919
Si	-1.312	-6.773	7.988
Si	-4.056	-4.029	7.926
Si	-1.316	-1.329	7.989
Si	0.041	0.005	9.379
Si	2.78	2.724	9.45
Si	0.052	5.443	9.37
Si	2.785	8.16	9.445
Si	0.042	-5.425	9.372
Si	2.774	-2.72	9.436
Si	5.508	0.001	9.485
Si	8.214	2.71	9.511
Si	5.505	5.428	9.501
Si	8.218	8.147	9.529
Si	5.509	-5.452	9.492
Si	8.225	-2.727	9.517
Si	10.923	-0.013	9.517
Si	13.606	2.701	9.53
Si	10.911	5.427	9.528
Si	13.617	8.144	9.526
Si	10.935	-5.448	9.531
Si	13.614	-2.736	9.529
Si	16.31	-0.029	9.54
Si	19.006	2.677	9.528
Si	16.319	5.414	9.512
Si	19.023	8.123	9.535
Si	16.297	-5.473	9.538
Si	19.001	-2.768	9.569
Si	21.724	-0.052	9.56
Si	24.452	2.679	9.585
Si	21.72	5.386	9.558
Si	24.446	8.106	9.585
Si	21.734	-5.488	9.564
Si	24.442	-2.777	9.579
Si	27.165	-0.051	9.584
Si	29.89	2.666	9.606
Si	27.181	5.392	9.598
Si	29.884	8.115	9.62
Si	27.165	-5.494	9.601
Si	29.905	-2.757	9.616
Si	32.622	-0.046	9.625
Si	35.35	2.683	9.65
Si	32.617	5.397	9.624
Si	35.356	8.116	9.617
Si	32.622	-5.489	9.613
Si	35.354	-2.769	9.616
Si	38.094	-0.047	9.632
Si	40.829	2.674	9.621
Si	38.096	5.396	9.634
Si	40.824	8.121	9.629
Si	38.087	-5.487	9.627
Si	40.823	-2.772	9.626
Si	43.548	-0.055	9.614
Si	46.26	2.675	9.618
Si	43.55	5.398	9.623
Si	46.257	8.116	9.623
Si	43.541	-5.494	9.637
Si	46.251	-2.775	9.621
Si	48.96	-0.044	9.621
Si	-46.254	2.687	9.628
Si	48.96	5.407	9.619
Si	-46.262	8.141	9.614
Si	48.953	-5.475	9.608
Si	-46.271	-2.75	9.609
Si	-43.557	-0.013	9.601
Si	-40.837	2.726	9.592
Si	-43.558	5.429	9.624
Si	-40.841	8.162	9.601
Si	-43.555	-5.451	9.613
Si	-40.859	-2.716	9.591
Si	-38.136	0.008	9.578
Si	-35.412	2.743	9.541
Si	-38.123	5.455	9.574
Si	-35.404	-8.146	9.52
Si	-38.119	-5.424	9.574
Si	-35.398	-2.689	9.537
Si	-32.673	0.036	9.48
Si	-29.945	2.765	9.404
Si	-32.675	5.472	9.478
Si	-29.939	-8.105	9.425
Si	-32.68	-5.405	9.48
Si	-29.951	-2.679	9.422
Si	-27.21	0.06	9.336
Si	-24.472	2.8	9.269
Si	-27.211	5.507	9.34
Si	-24.485	-8.081	9.277
Si	-27.213	-5.376	9.357
Si	-24.48	-2.647	9.28
Si	-21.747	0.08	9.213
Si	-19.019	2.809	9.173
Si	-21.739	5.531	9.214
Si	-19.028	-8.07	9.153
Si	-21.762	-5.352	9.203
Si	-19.022	-2.631	9.155
Si	-16.304	0.097	9.137
Si	-13.581	2.801	9.126
Si	-16.299	5.527	9.133
Si	-13.578	-8.077	9.117
Si	-16.3	-5.359	9.116
Si	-13.585	-2.645	9.123
Si	-10.869	0.062	9.125
Si	-8.141	2.779	9.165
Si	-10.867	5.516	9.132
Si	-8.15	-8.105	9.185
Si	-10.858	-5.368	9.147
Si	-8.146	-2.667	9.174
Si	-5.415	0.04	9.225
Si	-2.687	2.736	9.3
Si	-5.421	5.476	9.229
Si	-2.688	-8.134	9.298
Si	-5.432	-5.399	9.233
Si	-2.693	-2.689	9.306
Si	1.393	-1.35	10.757
Si	4.13	1.365	10.816
Si	1.404	4.099	10.755
Si	4.133	6.806	10.824
Si	1.399	9.544	10.749
Si	4.119	-4.085	10.81
Si	6.845	-1.37	10.856
Si	9.544	1.332	10.88
Si	6.842	4.06	10.871
Si	9.544	6.771	10.903
Si	6.842	9.505	10.877
Si	9.553	-4.1	10.891
Si	12.241	-1.392	10.901
Si	14.934	1.32	10.904
Si	12.237	4.048	10.902
Si	14.951	6.757	10.886
Si	12.25	9.488	10.904
Si	14.93	-4.125	10.908
Si	17.638	-1.405	10.921
Si	20.349	1.304	10.902
Si	17.647	4.036	10.893
Si	20.365	6.752	10.914
Si	17.649	9.47	10.901
Si	20.362	-4.139	10.922
Si	23.078	-1.416	10.926
Si	25.801	1.307	10.938
Si	23.079	4.034	10.927
Si	25.805	6.748	10.943
Si	23.089	9.467	10.937
Si	25.798	-4.139	10.949
Si	28.528	-1.403	10.954
Si	31.25	1.311	10.974
Si	28.527	4.026	10.956
Si	31.25	6.76	10.969
Si	28.521	9.476	10.967
Si	31.257	-4.127	10.961
Si	33.988	-1.41	10.969
Si	36.725	1.313	10.981
Si	33.976	4.043	10.988
Si	36.723	6.76	10.978
Si	33.991	9.478	10.963
Si	36.722	-4.123	10.97
Si	39.462	-1.411	10.978
Si	42.194	1.309	10.977
Si	39.47	4.035	10.981
Si	42.191	6.762	10.984
Si	39.455	9.479	10.987
Si	42.179	-4.129	10.989
Si	44.901	-1.41	10.989
Si	47.607	1.311	10.993
Si	44.91	4.035	10.986
Si	47.61	6.756	10.996
Si	44.9	9.465	10.994
Si	47.603	-4.131	10.995
Si	50.307	-1.402	10.997
Si	-44.897	1.333	10.994
Si	-47.611	4.046	10.994
Si	-44.911	6.784	10.994
Si	-47.616	9.489	10.991
Si	-44.912	-4.103	10.988
Si	-42.201	-1.367	10.976
Si	-39.474	1.37	10.958
Si	-42.184	4.075	10.979
Si	-39.468	6.811	10.961
Si	-42.193	9.508	10.982
Si	-39.474	-4.068	10.944
Si	-36.747	-1.342	10.923
Si	-34.017	1.391	10.875
Si	-36.747	4.102	10.928
Si	-34.018	-9.492	10.865
Si	-36.744	-6.787	10.912
Si	-34.021	-4.05	10.873
Si	-31.29	-1.319	10.815
Si	-28.554	1.412	10.731
Si	-31.285	4.116	10.804
Si	-28.554	-9.467	10.742
Si	-31.29	-6.757	10.813
Si	-28.561	-4.03	10.749
Si	-25.826	-1.294	10.669
Si	-23.093	1.436	10.595
Si	-25.816	4.157	10.658
Si	-23.094	-9.439	10.598
Si	-25.823	-6.733	10.681
Si	-23.095	-4.002	10.606
Si	-20.362	-1.274	10.542
Si	-17.648	1.454	10.518
Si	-20.363	4.172	10.551
Si	-17.655	-9.43	10.495
Si	-20.375	-6.708	10.532
Si	-17.649	-3.995	10.49
Si	-14.939	-1.269	10.479
Si	-12.224	1.433	10.473
Si	-14.939	4.166	10.485
Si	-12.224	-9.433	10.482
Si	-14.937	-6.711	10.475
Si	-12.224	-3.995	10.487
Si	-9.514	-1.287	10.497
Si	-6.784	1.425	10.54
Si	-9.502	4.158	10.494
Si	-6.789	-9.464	10.547
Si	-9.51	-6.726	10.519
Si	-6.798	-4.019	10.55
Si	-4.062	-1.305	10.613
Si	-1.335	1.387	10.685
Si	-4.068	4.117	10.602
Si	-1.33	6.83	10.665
Si	-4.062	-6.748	10.598
Si	-1.329	-4.04	10.68
Si	2.75	-0.001	12.129
Si	5.467	2.703	12.215
Si	2.754	5.441	12.138
Si	5.466	8.149	12.227
Si	2.737	10.889	12.151
Si	5.467	-2.735	12.186
Si	8.179	-0.025	12.247
Si	10.866	2.689	12.267
Si	8.17	5.416	12.26
Si	10.883	8.135	12.275
Si	8.184	10.861	12.25
Si	10.872	-2.741	12.28
Si	13.57	-0.034	12.284
Si	16.28	2.682	12.265
Si	13.587	5.406	12.263
Si	16.283	8.11	12.269
Si	13.568	10.844	12.291
Si	16.274	-2.774	12.278
Si	18.998	-0.054	12.282
Si	21.712	2.655	12.258
Si	19.004	5.381	12.268
Si	21.739	8.089	12.287
Si	19.003	10.813	12.279
Si	21.723	-2.783	12.283
Si	24.442	-0.063	12.286
Si	27.161	2.66	12.301
Si	24.443	5.383	12.293
Si	27.15	8.117	12.307
Si	24.449	10.812	12.313
Si	27.171	-2.781	12.296
Si	29.879	-0.049	12.327
Si	32.612	2.676	12.331
Si	29.873	5.402	12.308
Si	32.615	8.13	12.31
Si	29.889	10.841	12.313
Si	32.615	-2.769	12.314
Si	35.354	-0.053	12.321
Si	38.102	2.67	12.324
Si	35.348	5.409	12.329
Si	38.087	8.117	12.338
Si	35.349	10.842	12.316
Si	38.097	-2.775	12.323
Si	40.833	-0.055	12.329
Si	43.562	2.662	12.343
Si	40.834	5.399	12.337
Si	43.544	8.115	12.364
Si	40.817	10.839	12.352
Si	43.538	-2.771	12.347
Si	46.261	-0.058	12.367
Si	48.956	2.679	12.362
Si	46.261	5.389	12.365
Si	48.962	8.114	12.366
Si	46.251	10.82	12.363
Si	48.958	-2.776	12.368
Si	51.667	-0.037	12.359
Si	-43.534	2.705	12.348
Si	-46.256	5.406	12.364
Si	-43.546	8.14	12.361
Si	-46.262	10.847	12.367
Si	-43.547	-2.74	12.35
Si	-40.826	-0.002	12.328
Si	-38.095	2.735	12.302
Si	-40.821	5.446	12.338
Si	-38.086	8.179	12.305
Si	-40.81	10.876	12.322
Si	-38.097	-2.71	12.299
Si	-35.362	0.026	12.26
Si	-32.632	2.772	12.202
Si	-35.355	5.473	12.26
Si	-32.641	-8.116	12.195
Si	-35.372	-5.414	12.249
Si	-32.638	-2.678	12.203
Si	-29.904	0.066	12.129
Si	-27.167	2.803	12.036
Si	-29.905	5.499	12.127
Si	-27.177	-8.086	12.063
Si	-29.908	-5.384	12.14
Si	-27.174	-2.648	12.058
Si	-24.436	0.085	11.983
Si	-21.719	2.813	11.918
Si	-24.443	5.532	11.988
Si	-21.713	-8.064	11.918
Si	-24.435	-5.356	12
Si	-21.711	-2.624	11.922
Si	-18.998	0.095	11.886
Si	-16.285	2.819	11.866
Si	-18.987	5.54	11.888
Si	-16.301	-8.057	11.838
Si	-19.006	-5.336	11.87
Si	-16.293	-2.625	11.84
Si	-13.586	0.095	11.842
Si	-10.869	2.796	11.823
Si	-13.589	5.539	11.835
Si	-10.873	-8.085	11.859
Si	-13.584	-5.349	11.839
Si	-10.875	-2.632	11.852
Si	-8.161	0.068	11.862
Si	-5.431	2.756	11.939
Si	-8.148	5.494	11.885
Si	-5.436	-8.107	11.912
Si	-8.169	-5.364	11.89
Si	-5.441	-2.673	11.918
Si	-2.712	0.031	12.009
Si	0.026	2.732	12.059
Si	-2.719	5.474	11.97
Si	0.017	8.173	12.051
Si	-2.705	-5.413	11.981
Si	0.009	-2.7	12.088
Si	1.378	1.379	13.442
Si	4.093	4.089	13.533
Si	1.364	6.818	13.43
Si	4.074	9.526	13.541
Si	1.355	-4.054	13.475
Si	4.09	-1.364	13.508
Si	6.794	1.32	13.594
Si	9.49	4.032	13.637
Si	6.8	6.775	13.618
Si	9.502	9.483	13.639
Si	6.801	-4.089	13.579
Si	9.503	-1.385	13.65
Si	12.184	1.311	13.652
Si	14.901	4.018	13.64
Si	12.228	6.758	13.636
Si	14.906	9.453	13.643
Si	12.179	-4.136	13.657
Si	14.898	-1.429	13.643
Si	17.626	1.312	13.626
Si	20.363	4.006	13.625
Si	17.625	6.724	13.623
Si	20.376	9.448	13.63
Si	17.619	-4.158	13.633
Si	20.35	-1.439	13.637
Si	23.065	1.298	13.62
Si	25.802	4.023	13.649
Si	23.097	6.73	13.669
Si	25.803	9.455	13.696
Si	23.09	-4.137	13.651
Si	25.814	-1.419	13.639
Si	28.503	1.305	13.679
Si	31.227	4.046	13.658
Si	28.507	6.766	13.659
Si	31.259	9.495	13.665
Si	28.518	-4.138	13.674
Si	31.237	-1.43	13.669
Si	33.983	1.303	13.671
Si	36.729	4.038	13.655
Si	33.976	6.783	13.666
Si	36.714	9.494	13.672
Si	33.97	-4.13	13.667
Si	36.723	-1.424	13.661
Si	39.463	1.298	13.673
Si	42.212	4.041	13.684
Si	39.468	6.762	13.69
Si	42.182	9.486	13.717
Si	39.459	-4.112	13.706
Si	42.185	-1.408	13.708
Si	44.908	1.304	13.733
Si	47.598	4.018	13.749
Si	44.913	6.758	13.725
Si	47.606	9.464	13.74
Si	44.878	-4.144	13.711
Si	47.608	-1.428	13.744
Si	50.317	1.326	13.728
Si	-44.884	4.056	13.73
Si	50.299	6.741	13.742
Si	-44.911	9.484	13.739
Si	50.299	-4.134	13.757
Si	53.011	-1.4	13.733
Si	-42.178	1.346	13.712
Si	-39.44	4.091	13.684
Si	-42.182	6.784	13.731
Si	-39.434	9.535	13.692
Si	-42.169	-4.103	13.696
Si	-39.443	-1.353	13.681
Si	-36.705	1.386	13.644
Si	-33.959	4.134	13.607
Si	-36.692	6.834	13.649
Si	-33.986	-6.763	13.587
Si	-36.722	-4.074	13.646
Si	-33.976	-1.328	13.606
Si	-31.241	1.421	13.534
Si	-28.501	4.149	13.441
Si	-31.255	-9.475	13.524
Si	-28.523	-6.745	13.465
Si	-31.256	-4.039	13.534
Si	-28.517	-1.295	13.448
Si	-25.775	1.455	13.357
Si	-23.056	4.168	13.306
Si	-25.782	-9.431	13.384
Si	-23.035	-6.711	13.321
Si	-25.782	-4	13.385
Si	-23.037	-1.262	13.31
Si	-20.339	1.464	13.256
Si	-17.616	4.19	13.242
Si	-20.33	-9.41	13.253
Si	-17.644	-6.697	13.213
Si	-20.334	-3.973	13.261
Si	-17.63	-1.268	13.224
Si	-14.925	1.46	13.218
Si	-12.227	4.162	13.161
Si	-14.942	-9.408	13.191
Si	-12.225	-6.701	13.2
Si	-14.932	-3.975	13.194
Si	-12.226	-1.256	13.198
Si	-9.514	1.453	13.192
Si	-6.788	4.141	13.263
Si	-9.514	-9.453	13.212
Si	-6.794	-6.721	13.228
Si	-9.529	-3.983	13.227
Si	-6.813	-1.292	13.225
Si	-4.088	1.398	13.328
Si	-1.365	4.123	13.335
Si	-4.088	6.858	13.282
Si	-1.363	9.545	13.361
Si	-4.078	-4.028	13.278
Si	-1.365	-1.312	13.402
Si	0.001	0.039	14.779
Si	2.711	2.725	14.841
Si	-0.039	5.469	14.726
Si	2.681	8.149	14.847
Si	-0.036	-5.44	14.768
Si	2.705	-2.685	14.853
Si	5.421	-0.052	14.932
Si	8.11	2.668	14.996
Si	5.419	5.414	14.965
Si	8.144	8.123	15.009
Si	5.426	10.881	14.922
Si	8.123	-2.75	14.995
Si	10.817	-0.021	15.056
Si	13.52	2.673	15.018
Si	10.856	5.395	14.981
Si	13.55	8.108	15.041
Si	10.813	10.833	15.05
Si	13.509	-2.771	15.02
Si	16.262	-0.06	14.975
Si	18.987	2.664	14.99
Si	16.254	5.371	14.999
Si	19.015	8.064	14.958
Si	16.251	10.805	15.003
Si	18.985	-2.816	14.989
Si	21.715	-0.07	14.976
Si	24.439	2.639	14.976
Si	21.752	5.32	14.998
Si	24.46	8.071	15.06
Si	21.74	10.804	14.996
Si	24.476	-2.784	14.996
Si	27.152	-0.081	15.036
Si	29.852	2.698	15.011
Si	27.141	5.405	15.01
Si	29.87	8.148	14.991
Si	27.176	10.818	15.051
Si	29.869	-2.783	15.041
Si	32.595	-0.061	15.006
Si	35.387	2.656	14.997
Si	32.583	5.43	14.988
Si	35.313	8.172	15.021
Si	32.598	10.86	15.045
Si	35.345	-2.778	15.002
Si	38.11	-0.095	15.012
Si	40.845	2.665	14.999
Si	38.085	5.397	15.012
Si	40.822	8.126	15.065
Si	38.08	10.844	15.036
Si	40.828	-2.758	15.079
Si	43.555	-0.074	15.083
Si	46.248	2.656	15.134
Si	43.563	5.391	15.076
Si	46.261	8.105	15.117
Si	43.523	10.845	15.107
Si	46.238	-2.818	15.085
Si	48.972	-0.05	15.093
Si	51.68	2.688	15.095
Si	48.947	5.373	15.124
Si	51.65	8.1	15.108
Si	48.945	10.809	15.133
Si	51.654	-2.764	15.117
Si	54.376	-0.025	15.075
Si	-40.798	2.72	15.05
Si	-43.536	5.409	15.119
Si	-40.805	8.176	15.056
Si	-43.529	10.857	15.072
Si	-40.791	-2.741	15.042
Si	-38.056	0.018	15.021
Si	-35.315	2.765	14.97
Si	-38.051	5.47	15.01
Si	-35.307	8.205	14.998
Si	-38.048	10.886	15.061
Si	-35.328	-2.715	14.974
Si	-32.587	0.062	14.927
Si	-29.849	2.815	14.842
Si	-32.581	5.516	14.959
Si	-29.883	-8.1	14.851
Si	-32.604	-5.404	14.925
Si	-29.87	-2.651	14.837
Si	-27.125	0.108	14.73
Si	-24.39	2.813	14.697
Si	-27.123	5.528	14.767
Si	-24.386	-8.06	14.699
Si	-27.125	-5.368	14.768
Si	-24.377	-2.619	14.683
Si	-21.665	0.116	14.65
Si	-18.97	2.828	14.596
Si	-21.668	5.544	14.614
Si	-18.977	-8.04	14.61
Si	-21.646	-5.341	14.649
Si	-18.978	-2.604	14.615
Si	-16.27	0.091	14.576
Si	-13.571	2.849	14.556
Si	-16.264	5.572	14.593
Si	-13.598	-8.041	14.543
Si	-16.296	-5.318	14.551
Si	-13.573	-2.616	14.552
Si	-10.883	0.127	14.544
Si	-8.161	2.776	14.584
Si	-10.874	5.484	14.534
Si	-8.151	-8.081	14.55
Si	-10.889	-5.336	14.576
Si	-8.174	-2.618	14.582
Si	-5.481	0.023	14.633
Si	-2.712	2.764	14.669
Si	-5.434	5.505	14.629
Si	-2.75	8.189	14.676
Si	-5.443	-5.378	14.604
Si	-2.768	-2.686	14.688
O	5.32	-5.044	-5.651
O	5.271	5.843	-6.008
O	3.518	0.915	23.179
O	5.369	3.182	25.69
O	1.18	0.936	24.398
O	4.934	7.801	22.094
O	9.857	-8.067	22.883
O	2.724	-4.152	22.716
O	-0.308	-8.072	22.011
O	4.989	-2.831	22.164
O	6.267	5.138	22.829
O	6.669	-1.305	23.375
O	9.688	-3.962	25.379
O	9.053	1.088	23.569
O	8.702	5.973	23.188
O	7.72	3.822	24.421
O	14.857	6.217	-4.067
O	6.862	-7.329	23.316
O	12.285	2.432	-6.154
O	8.999	-1.619	-5.493
O	14.732	-3.886	-1.66
O	16.028	-1.541	24.463
O	13.52	-0.026	22.089
O	15.204	1.714	23.134
O	11.074	-1.518	25.751
O	10.731	2.645	22.284
O	12.564	4.044	23.3
O	10.843	-5.811	24.014
O	11	-8.089	25.322
O	13.629	-5.471	22.127
O	15.242	-3.544	22.946
O	9.912	3.198	-5.886
O	4.391	0.868	-1.436
O	1.57	-6.485	22.854
O	-2.006	-6.579	-4.879
O	1.572	6.95	-1.15
O	2.144	7.058	-5.458
O	15.833	7.787	24.728
O	6.975	6.188	25.253
O	8.343	-7.973	-3.598
O	10.19	6.413	-3.686
O	15.972	-5.481	-3.402
O	10.168	-3.568	22.824
O	9.085	-4.129	-6.399
O	8.369	-0.723	-3.067
O	5.87	4.352	-3.845
O	9.398	7.373	-1.367
O	11.886	-3.489	-2.389
O	-0.35	2.655	-5.581
O	12.367	-7.569	23.05
O	-3.291	-1.574	-4.052
O	1.732	-0.959	22.679
O	16.239	3.103	25.185
O	12.45	6.33	24.556
O	12.043	-6.026	-1.365
O	9.005	-3.236	-3.497
O	21.421	0.975	-4.239
O	-2.016	4.75	24.559
O	0.254	-4.45	23.866
O	14.48	4.34	-2.297
O	2.81	2.659	-0.462
O	14.367	8.145	-6.414
O	4.044	-5.28	-3.301
O	2.49	-5.264	25.003
O	15.349	-6.049	25.277
O	18.034	3.257	-6.157
O	6.353	-0.743	-0.876
O	6.608	1.11	-2.722
O	8.166	-5.193	22.8
O	8.418	3.943	-3.89
O	12.155	7.287	-5.173
O	6.971	-7.173	-1.501
O	7.402	3.206	-6.264
O	5.187	-1.14	-3.096
O	8.163	-0.68	25.367
O	15.974	5.938	-6.325
O	3.137	-2.862	-3.482
O	16.327	0.073	-0.638
O	14.521	1.818	-1.469
O	38.029	-8.003	-5.767
O	37.929	-2.289	-4.807
O	-33.07	-2.86	23.038
O	29.988	-6.303	-4.057
O	0.99	5.854	-3.409
O	2.496	-6.996	-0.817
O	17.862	-7.018	-1.551
O	3.61	-3.773	-1.118
O	33.141	-0.597	-5.643
O	7.64	6.07	-2.768
O	-8.125	5.564	-3.443
O	9.015	1.435	-1.634
O	7.167	3.812	-1.546
O	4.112	7.321	-1.358
O	5.573	5.455	-0.415
O	2.864	-0.26	-3.58
O	5.46	-5.423	-0.364
O	8.136	-2.652	-0.38
O	10.833	0.075	-0.37
O	45.79	4.985	22.285
O	-19.739	-7.717	-3.886
O	10.906	5.422	-0.485
O	12.68	6.315	-2.73
O	-0.864	6.242	-1.419
O	13.606	-7.939	-0.388
O	9.5	-4.639	-1.329
O	-20.557	-1.558	22.671
O	38.295	2.881	-3.111
O	-1.022	-0.315	24.956
O	17.243	0.811	24.553
O	22.108	-4.403	24.974
O	18.969	-0.193	22.14
O	20.417	1.811	23.087
O	18.938	5.086	22.225
O	20.878	6.303	23.42
O	27.555	-7.632	23.4
O	18.978	-5.422	22.01
O	16.971	-6.775	22.986
O	22.964	-2.341	23.237
O	29.708	3.325	-5.843
O	22.827	-6.96	25.363
O	-5.523	2.768	21.851
O	20.374	-1.032	-2.466
O	29.74	1.507	24.964
O	22.652	4.364	23.249
O	24.431	5.337	21.753
O	43.195	-5.936	-3.413
O	28.044	2.733	-2.818
O	23.23	6.83	24.4
O	26.396	1.077	-4.055
O	14.375	3.987	-5.486
O	34.51	3.952	-4.175
O	29.956	0.091	22.003
O	31.39	2.006	22.941
O	28.02	-1.173	23.084
O	29.067	3.327	23.237
O	30.207	5.386	22.262
O	34.961	7.082	24.112
O	26.152	6.565	23.126
O	30.722	-3.824	23.32
O	32.644	-2.577	22.237
O	-38.578	-2.769	-3.818
O	26.788	-0.951	-5.681
O	-25.275	-3.577	23.116
O	20.97	1.519	-1.605
O	26.685	7.214	25.554
O	20.441	7.372	-4.646
O	17.761	5.081	-1.075
O	22.089	1.789	25.125
O	27.902	-0.976	-3.335
O	24.782	7.634	-3.695
O	-38.236	5.906	-6.125
O	27.337	6.957	-3.514
O	25.618	-3.801	23.215
O	24.222	-5.536	22.02
O	24.382	-7.234	-5.772
O	-46.298	-5.532	22.189
O	19.913	5.179	-2.594
O	25.608	6.56	-1.46
O	20.392	-3.922	-5.893
O	30.43	-1.827	-3.04
O	17.031	-3.977	24.79
O	32.387	6.768	23.087
O	-32.797	-6.44	24.795
O	34.427	1.675	24.425
O	32.16	-7.649	-3.48
O	25.769	-4.905	-1.208
O	-11.5	-0.026	-6.254
O	27.783	-5.643	-7.263
O	-11.815	-7.193	24.445
O	34.157	-5.226	-6.287
O	-4.017	-6.068	-1.365
O	13.522	-7.859	25.806
O	-14.175	-2.695	24.871
O	29.954	0.624	-3.7
O	18.101	7.06	-2.841
O	27.614	-5.384	-4.52
O	24.465	0.751	25.614
O	20.763	-6.471	-5.526
O	-40.147	0.427	25.283
O	29.857	7.384	-4.144
O	36.015	1.838	-3.687
O	19.116	2.884	-0.446
O	21.508	3.399	-3.435
O	22.671	-7.474	22.832
O	25.461	3.312	-3.108
O	28.41	5.578	-5.533
O	19.697	6.994	-0.83
O	24.029	-6.962	-0.998
O	22.672	-2.118	-3.263
O	24.585	-6.039	-3.398
O	-30.759	4.133	23.22
O	22.468	-1.084	-0.907
O	23.371	1.701	-2.681
O	29.414	3.668	-0.856
O	28.07	-3.96	23.893
O	20.013	0.229	25.163
O	33.937	-7.726	-5.403
O	-16.783	-2.765	25.319
O	-14.883	-1.052	-5.563
O	31.245	-7.656	-5.944
O	-7.03	6.912	24.893
O	-24.23	-5.648	24.239
O	30.698	3.018	-3.055
O	32.716	-0.171	-0.152
O	30.966	1.185	-1.318
O	-15.212	-6.826	-1.933
O	-10.204	-2.193	-7.124
O	28.631	-6.295	-1.837
O	11.987	4.68	-4.665
O	32.739	-5.441	-0.283
O	18.006	-1.77	-1.618
O	-34.564	1.406	-1.42
O	-28.401	6.879	-4.559
O	21.026	-3.307	-1.426
O	25.447	1.687	-1.095
O	23.747	3.768	-1.146
O	-12.162	-1.451	-2.501
O	21.847	5.44	-0.297
O	38.009	2.541	21.86
O	22.874	-4.899	-5.82
O	21.96	-5.475	-0.396
O	-20.121	-1.594	-1.704
O	24.425	-2.795	-0.369
O	27.274	-0.105	-0.363
O	44.604	-1.335	-5.48
O	32.839	7.93	25.413
O	34.236	-0.742	23.173
O	27.361	5.239	-0.235
O	-1.349	-1.735	-2.374
O	15.102	6.704	-1.493
O	29.934	8.093	-0.557
O	-10.777	4.878	-5.379
O	46.255	8.006	-0.41
O	36.33	-6.285	-5.026
O	34.798	8.032	-3.125
O	36.196	0.869	22.681
O	46.756	-7.768	-5.854
O	35.4	5.369	21.778
O	33.872	3.517	22.708
O	37.155	7.111	22.565
O	43.424	7.972	22.134
O	40.087	-0.389	22.887
O	33.546	-7.237	23.129
O	-29.537	6.051	24.693
O	47.086	3.999	-6.017
O	-28.734	-4.133	25.705
O	42.337	-3.47	23.298
O	39.642	-0.902	-6.371
O	-25.714	3.226	-1.12
O	-44.476	6.32	-1.524
O	43.701	4.252	25.624
O	44.565	3.88	-5.395
O	40.825	-5.357	22.236
O	42.139	-7.275	24.584
O	-43.194	-3.889	-5.29
O	-3.683	4.452	22.613
O	48.985	2.345	25.528
O	10.174	0.884	26.032
O	46.137	-0.132	22.42
O	6.103	-5.227	24.514
O	46.882	0.662	25.687
O	44.735	-6.488	-1.403
O	46.997	-5.094	-5.9
O	47.704	-7.064	25.011
O	-48.473	-4.09	-2.797
O	44.251	8.135	25.865
O	1.818	-0.352	-5.946
O	48.948	-2.912	22.29
O	-45.55	4.202	-6.003
O	-33.443	1.11	-6.176
O	38.819	-5.483	-5.362
O	37.481	1.205	-0.807
O	19.912	-7.129	-3.051
O	33.864	4.157	25.19
O	33.91	6.677	-1.122
O	-25.766	-1.641	-7.16
O	-6.881	7.099	-1.668
O	48.691	0.605	-3.361
O	-48.023	4.69	-1.555
O	36.22	3.598	24.013
O	39.629	7.237	-3.253
O	43.413	2.66	-3.32
O	44.239	-1.687	23.392
O	40.165	1.007	25.12
O	45.164	-3.089	-3.502
O	40.156	-3.334	-5.793
O	-39.047	-0.245	-3.42
O	42.377	6.752	-1.536
O	38.53	3.258	25.123
O	-29.384	6.567	-1.424
O	-45.468	-2.623	-5.831
O	-31.758	7.761	-6.163
O	-11.969	-6.626	-6.435
O	-42.654	0.794	24.417
O	-18.962	-5.361	21.888
O	-42.34	-5.292	-3.154
O	-43.091	6.896	-5.541
O	-7.919	5.793	21.848
O	-15.097	4.474	-1.715
O	-39.054	4.539	24.099
O	-29.637	4.866	-3.461
O	41.304	-5.824	-6.06
O	-44.742	-0.095	-5.796
O	-43.591	-3.026	-2.837
O	36.325	3.2	-5.942
O	-44.341	-7.637	25.079
O	-46.184	-2.858	-3.235
O	33.385	4.175	-1.168
O	22.47	-7.475	-3.858
O	46.779	-2.455	-6.203
O	-40.444	4.409	-6.204
O	-29.652	0.107	21.696
O	-5.805	7.914	21.891
O	-20.482	2.228	24.702
O	8.575	1.484	-4.392
O	35.355	2.656	-0.269
O	37.956	0.142	-3.05
O	-25.911	-5.437	-3.826
O	40.798	2.286	-3.196
O	42.054	6.659	-4.091
O	38.316	-5.209	23.973
O	39.227	-7.76	-0.968
O	21.884	6.229	-6.456
O	43.796	-3.841	-5.654
O	45.926	3.496	-3.155
O	27.035	0.534	25.019
O	39.363	-0.718	-1.035
O	-47.36	-6.051	-1.263
O	45.05	2.838	-0.837
O	3.009	4.528	25.477
O	-13.313	5.262	-6.054
O	-24.601	4.989	25.425
O	-35.6	-3.434	-3.41
O	27.099	3.352	-5.164
O	-9.212	3.218	-4.173
O	36.45	7.235	-1.143
O	37.161	-7.76	24.549
O	47.529	2.32	-1.137
O	17.471	2.988	22.925
O	-11.49	7.268	-5.784
O	48.815	0.093	-0.398
O	47.761	6.145	-1.478
O	42.302	0.206	-2.893
O	33.895	5.99	-5.676
O	37.725	5.856	-6.587
O	-29.119	-1.164	-2.209
O	-32.744	-0.062	-0.335
O	34.682	-7.134	-0.855
O	-10.771	0.302	-3.8
O	-20.795	7.035	24.381
O	34.358	-2	-1.012
O	36.866	-1.277	-0.968
O	-21.559	-4.654	-3.483
O	35.834	-1.952	-3.183
O	32.731	5.607	-3.321
O	39.769	3.589	-1.102
O	-45.371	-5.15	-4.732
O	38.086	5.421	-0.249
O	-6.779	-0.351	-6.477
O	40.869	-4.66	-3.745
O	36.275	-3.796	-1.208
O	37.964	-5.571	-0.26
O	-25.207	3.714	23.152
O	40.79	-2.746	-0.307
O	-34.556	0.742	-3.963
O	1.022	4.374	-1.297
O	5.853	-7.006	-3.968
O	44.011	5.263	-3.157
O	43.619	5.046	-0.205
O	-29.712	-5.067	-7.122
O	31.442	6.035	-1.097
O	42.09	-4.735	-1.381
O	29.399	-1.319	-5.439
O	-33.419	3.77	24.399
O	46.53	-3.452	-1.189
O	43.752	2.907	22.347
O	-48.556	-5.154	25.456
O	-6.071	4.61	25.647
O	-3.365	6.499	-5.217
O	-45.063	1.295	23.325
O	-46.236	5.319	22.301
O	-47.662	3.51	23.508
O	-44.378	6.8	23.298
O	-38.027	-8.082	22.126
O	-15.16	2.395	24.738
O	-48.276	-6.761	23.302
O	-32.49	-0.837	-4.628
O	-38.676	-2.38	24.928
O	-42.71	-2.709	22.923
O	-48.27	-1.679	-4.086
O	-41.888	-1.435	25.59
O	-39.812	2.072	23.124
O	-18.14	-0.302	-6.667
O	-39.778	6.857	23.282
O	-37.348	-7.017	-1.275
O	-36.817	0.862	-2.598
O	-42.588	-6.762	23.353
O	-24.147	5.622	21.882
O	-39.202	1.461	-1.476
O	-43.371	2.736	22.084
O	38.992	-2.78	22.895
O	-38.112	-2.118	22.304
O	-35.999	-0.75	22.78
O	-5.707	6.597	-3.987
O	-33.75	6.4	-5.205
O	-37.738	2.688	21.911
O	-30.887	-7.104	23.142
O	-34.386	6.014	23.356
O	-34.839	-1.125	-5.845
O	-38.229	6.725	25.504
O	-34.542	-4.951	22.876
O	-27.994	1.679	22.812
O	-44.002	-3.191	25.38
O	25.577	-4.717	-6.254
O	5.457	-0.939	25.741
O	-44.443	1.235	-1.202
O	-41.763	-7.869	25.574
O	-31.902	7.462	24.942
O	-15.271	1.46	-6.158
O	-24.581	-5.319	-6.056
O	-38.832	-6.692	-5.786
O	-39.354	-3.972	-1.553
O	25.57	1.88	23.453
O	-43.873	0.031	-3.401
O	-38.231	-7.692	-3.554
O	-30.415	-2.008	-5.978
O	-35.468	-5.063	25.43
O	-39.258	-4.197	23.222
O	-27.018	7.181	22.65
O	-40.017	-1.378	-5.601
O	-44.423	-1.087	23.973
O	-39.221	7.425	-1.381
O	-32.635	1.269	25.151
O	-45.931	6.643	25.455
O	-40.498	6.727	-5.086
O	-48.587	-2.599	25.355
O	-36.573	-6.372	23.341
O	48.788	-6.704	-3.023
O	-47.157	-1.468	23.326
O	40.137	7.514	25.442
O	-39.437	-5.29	-3.714
O	-35.911	4.008	23.19
O	-2.081	2.832	-3.428
O	-40.653	2.989	25.374
O	41.924	-0.051	-5.422
O	-33.789	3.695	-5.339
O	-15.37	-4.909	25.815
O	-19.158	3.866	-4.142
O	-9.518	3.098	-6.809
O	-33.177	-8.144	22.725
O	-5.636	0.226	24.331
O	12.358	3.339	-1.253
O	0.253	-0.151	-3.75
O	-44.962	-1.327	-1.431
O	-42.314	6.194	-3.137
O	-41.443	4.185	23.073
O	-28.184	-0.645	-6.763
O	-26.632	-6.609	22.562
O	-46.372	2.832	-0.545
O	-16.835	7.584	22.549
O	-40.818	-5.563	21.927
O	-42.846	4.313	-1.399
O	-18.342	0.826	-4.297
O	-14.987	-1.394	22.771
O	-17.721	4.155	-1.969
O	-5.73	-2.353	24.786
O	-29.572	1.901	25.054
O	-44.826	2.208	-4.516
O	-32.582	-3.294	-5.288
O	-42.495	-0.585	-1.181
O	1.473	4.476	-5.516
O	-36.273	4.34	-1.315
O	-46.609	-1.092	25.896
O	-20.282	3.886	-1.731
O	-36.692	-3.711	23.705
O	-35.228	5.039	-3.563
O	-2.163	-5.533	24.636
O	-19.332	-2.915	24.555
O	-19.258	6.173	-2.683
O	0.324	4.517	25.88
O	31.448	-0.329	25.755
O	-7.047	2.455	24.719
O	-40.723	5.998	25.553
O	-7.868	8.092	-3.869
O	-5.893	-4.307	-1.789
O	24.401	-0.239	22.401
O	-28.234	3.918	24.05
O	35.258	-5.523	22.19
O	-35.814	4.991	-6.131
O	2.938	5.823	22.097
O	-13.333	0.738	-4.46
O	-32.821	-5.443	-0.395
O	18.392	-4.879	-4.39
O	-47.817	-1.867	-1.475
O	-14.567	-1.92	-1.587
O	-41.809	-7.701	-3.955
O	-21.606	-7.114	-5.55
O	-29.266	-3.698	-1.536
O	-41.012	2.804	-0.344
O	-38.058	-0.757	-0.962
O	-34.492	1.328	22.975
O	-0.268	-4.482	-6.41
O	-0.87	0.744	-1.532
O	-45.434	-3.839	-1.021
O	-43.593	-5.435	-0.244
O	-10.687	-0.53	25.327
O	-41.032	-2.589	-0.335
O	32.164	4.081	-5.426
O	-30.5	0.516	-6.203
O	-9.23	-8.016	24.41
O	-15.681	-7.042	-4.6
O	-38.289	5.382	-0.153
O	26.146	-4.278	25.791
O	31.58	1.516	-5.884
O	-35.357	-8.069	-0.131
O	43.523	-2.99	25.621
O	21.348	-0.017	-6.686
O	35.669	-1.361	-5.755
O	29.5	-6.028	23.115
O	4.358	3.297	-5.786
O	-12.616	-7.639	-3.93
O	-9.856	-1.31	22.976
O	38.302	-6.918	-3.311
O	-29.104	5.67	22.159
O	-34.554	-0.528	24.866
O	-3.517	-1.53	-6.605
O	-22.769	7.618	22.784
O	-42.173	-7.239	-1.391
O	15.071	-3.263	-4.267
O	-12.766	-3.846	-1.763
O	-24.156	0.195	21.934
O	-26.761	-2.648	25.009
O	-27.223	-4.996	-6.145
O	-9.582	3.862	22.663
O	-22.087	1.729	22.653
O	47.682	-4.957	23.337
O	-14.303	-7.623	-6.764
O	-17.735	-1.248	-2.846
O	-23.305	2.233	-1.488
O	28.996	-1.013	25.5
O	-2.141	0.366	-5.489
O	-22.234	-7.217	24.973
O	10.609	-5.424	-3.49
O	-1.148	7.511	-4.069
O	-0.931	1.355	22.823
O	-18.831	0.206	21.827
O	-17.064	1.893	22.859
O	-36.498	-3.269	-5.855
O	-20.522	3.906	22.758
O	-18.749	5.685	21.968
O	29.156	5.131	-3.054
O	-22.743	-3.934	22.841
O	-18.874	5.745	25.694
O	-11.877	2.457	22.508
O	-17.375	-3.608	22.923
O	-12.668	-2.352	-6.28
O	-8.016	-6.872	-6.584
O	44.581	-6.681	23.671
O	-28.076	0.985	-1.139
O	-34.369	6.202	-1.34
O	-32.165	-1.341	25.148
O	-44.955	-7.556	-5.638
O	-27.035	1.738	25.171
O	12.154	-3.488	24.481
O	-16.174	-7.196	24.747
O	12.65	-1.322	-1.357
O	-27.826	-3.29	22.664
O	-25.111	-8.005	-3.66
O	-22.843	7.28	-4.24
O	-4.001	4.643	-3.461
O	-6.91	1.45	-1.606
O	17.652	-2.447	22.738
O	-26.2	2.176	-4.969
O	-27.106	4.557	-4.127
O	-23.649	7.195	-1.692
O	-23.814	-7.895	-6.488
O	38.082	-2.936	25.337
O	-46.719	3.683	26.046
O	-30.813	-1.688	22.949
O	-20.728	-7.086	22.808
O	-45.078	-3.583	23.146
O	47.243	6.849	26.007
O	-16.145	-0.063	-0.581
O	-20.075	4.579	-6.405
O	-19.261	-7.526	-6.529
O	-16.48	6.434	24.881
O	-17.391	4.613	-6.009
O	-35.031	-1.105	-2.255
O	-6.336	-4.865	-6.341
O	-14.716	7.343	-3.101
O	-14.205	-0.012	24.923
O	-25.154	4.444	-5.876
O	-30.167	-7.527	-3.835
O	-46.685	-7.217	-3.709
O	-31.307	4.645	-1.387
O	-18.342	6.741	-4.974
O	-19.001	-8.092	-0.718
O	-17.748	1.27	-1.889
O	13.146	2.515	-3.65
O	-25.788	-7.734	24.674
O	41.92	-1.131	24.607
O	-27.518	0.284	-3.608
O	-29.997	2.65	-0.441
O	-36.903	-5.5	-4.365
O	-24.316	-5.483	21.529
O	-9.424	5.906	25.489
O	20.667	-2.232	24.425
O	-28.889	4.831	-6.053
O	-25.733	-6.824	-1.548
O	-25.778	-3.129	-5.005
O	-11.076	-3.043	21.636
O	-12.513	6.035	-3.722
O	-6.42	0.816	-4.128
O	-26.552	-1.122	-1.562
O	-2.616	-4.115	-5.235
O	46.347	4.516	25.319
O	-44.306	4.608	-3.648
O	-22.66	1.183	-6.796
O	-23.773	-3.293	25.265
O	-0.957	6.746	-6.525
O	-9.87	-5.436	24.422
O	14.454	5.774	22.95
O	-18.628	2.37	-6.332
O	35.713	7.447	-6.907
O	-16.393	5.479	-3.752
O	21.072	-3.999	22.628
O	-4.371	-6.779	25.433
O	-18.272	-3.448	-1.514
O	13.277	-1.525	-3.764
O	-20.755	-6.192	-1.503
O	47.711	1.677	23.354
O	26.344	-7.369	-2.078
O	3.46	-6.891	-5.305
O	-4.352	-5.491	-3.823
O	-31.462	-7.266	-1.606
O	-16.503	-5.177	-0.635
O	-19.488	-3.017	-3.825
O	-31.242	-2.076	-1.033
O	-11.315	4.216	24.51
O	-21.731	6.695	-6.485
O	39.795	-7.442	23.271
O	-36.78	6.814	-2.281
O	-15.847	0.51	-3.683
O	7.687	1.746	25.849
O	-27.311	5.31	-0.535
O	-21.716	-1.746	24.951
O	40.564	1.381	-7.241
O	37.219	5.811	24.828
O	-27.484	-5.318	-0.527
O	18.901	3.048	-3.732
O	-24.66	-2.715	-0.683
O	-21.83	0.141	-0.733
O	-8.852	-4.308	-6.362
O	-48.598	-8.046	-5.192
O	-43.012	-5.556	25.769
O	-21.959	5.495	-0.657
O	-7.983	-5.666	-4.291
O	46.065	0.959	-2.684
O	-46.511	0.321	-3.788
O	-22.943	-4.649	-1.346
O	-30.812	-2.669	-3.507
O	-17.262	3.94	24.528
O	19.658	2.837	25.467
O	36.555	-3.504	23.171
O	-34.012	-3.424	-1.364
O	26.552	-2.002	24.921
O	1.54	6.755	25.393
O	-13.583	5.519	21.644
O	-15.394	3.889	22.619
O	-12.13	7.29	22.712
O	29.839	-4.808	25.544
O	20.328	-6.41	24.69
O	-13.605	0.475	21.737
O	-46.113	8.147	-0.499
O	-44.221	-7.04	-3.147
O	0.722	-7.129	-5.001
O	-6.753	-4.674	25.392
O	2.951	-0.983	24.997
O	-7.388	1.015	22.551
O	-10.094	1.847	24.247
O	17.882	-3.302	-6.398
O	-36.586	1.024	24.655
O	-4.57	2.117	-2.822
O	-10.325	-6.977	22.32
O	-4.564	0.958	-6.069
O	16.663	7.062	22.439
O	-2.833	2.921	-5.919
O	-1.132	-2.071	-5.57
O	-4.97	-1.556	22.425
O	-2.908	-0.013	21.807
O	-12.453	-1.246	23.498
O	16.611	1.829	-4.367
O	-3.858	-6.81	22.891
O	-0.435	-6.439	-2.813
O	-22.936	-6.829	-2.789
O	-4.518	-4.554	24.028
O	-4.38	6.185	24.395
O	-1.557	-2.93	25.077
O	-0.139	-2.554	21.756
O	-1.38	4.92	-4.752
O	-6.672	2.37	-6.162
O	-28.365	-7.868	24.452
O	-11.612	0.896	-1.429
O	29.088	-4.019	-2.897
O	22.933	2.023	-6.258
O	-17.328	8.145	-2.987
O	-42.95	3.586	-5.748
O	-3.718	-1.236	-1.5
O	1.595	-4.759	-2.455
O	48.165	-5.36	-0.85
O	-6.803	3.367	-3.255
O	-36.431	-2.774	-0.903
O	-11.114	-3.087	24.603
O	32.53	1.057	-3.534
O	-6.757	-3.811	22.872
O	24.269	-2.808	-5.204
O	-26.416	-5.286	25.594
O	-5.285	4.687	-5.733
O	16.714	4.425	-4.29
O	-3.215	3.63	-1.179
O	2.5	-8.002	-3.22
O	-13.753	7.347	24.794
O	41.452	6.802	23.241
O	-18.475	8.082	24.513
O	-23.547	-2.058	-5.742
O	40.285	-1.422	-3.905
O	38.67	4.647	23.025
O	-16.787	-6.917	-6.991
O	-3.371	-3.621	-2.328
O	-0.898	-4.193	-1.463
O	33.744	-2.717	-6.989
O	46.83	-0.068	-5.024
O	-13.861	-2.89	-3.97
O	14.019	-1.729	-6.199
O	-36.575	-6.343	-7.086
O	-10.77	5.521	-0.814
O	-19.616	-0.28	24.807
O	8.439	-6.231	25.306
O	15.682	-0.688	-4.379
O	-43.323	6.347	25.696
O	35.758	-3.827	-4.826
O	1.786	1.916	-4.422
O	-41.044	-0.755	23.089
O	-21.276	-3.393	-5.764
O	42.155	2.034	-1.028
O	-34.22	-7.475	-6.134
O	-13.459	2.699	-0.768
O	40.159	6.107	-5.652
O	-8.355	-5.42	21.691
O	-9.027	-3.46	25.988
O	20.09	4.866	-5.205
O	-37.429	-0.924	-5.388
O	-9.083	-6.792	-2.062
O	-31.476	6.714	-2.913
O	28.936	-2.194	-0.953
O	27.831	-3.29	-6.228
O	-16.001	6.993	-5.939
O	-9.693	-0.919	-1.722
O	43.744	-5.587	25.936
O	5.157	2.79	22.239
O	-44.791	0.752	25.899
O	47.563	6.25	23.547
O	-10.162	-7.069	-4.502
O	40.955	-6.908	-2.578
O	-29.511	-5.208	22.047
O	4.109	-1.584	-5.501
O	22.357	-0.756	25.797
O	44.675	-6.205	-6.359
O	-14.059	-7.165	22.901
O	17.934	-6.218	25.766
O	36.352	-5.619	25.59
O	1.039	-1.199	-1.449
O	0.207	0.001	0.632
O	25.245	-1.198	-3.464
O	34.17	1.748	-5.54
O	-2.03	-3.995	22.669
O	38.967	3.772	-5.823
O	-32.816	-7.707	-3.931
O	-26.186	-1.199	22.826
O	0.391	-5.64	-0.033
O	19.354	6.839	-6.938
O	43.408	0.02	-0.071
O	44.18	7.903	-3.117
O	6.98	-3.002	25.48
O	42.11	1.197	23.387
O	31.122	-3.635	-1.229
O	-8.924	3.798	-1.644
O	-17.858	-5.131	25.059
O	25.027	-7.603	24.14
O	14.124	4.58	25.352
O	-3.393	-1.148	24.385
O	-48.199	4.222	-6.049
O	-10.869	-5.378	-0.849
O	44.824	-1.56	-1.395
O	-7.877	-2.656	-0.887
O	-5.342	0.057	-0.194
O	47.078	-1.433	-2.761
O	-20.426	0.562	-5.733
O	7.887	-5.473	-3.294
O	-5.186	5.387	-0.638
O	-8.214	0.177	24.966
O	3.512	5.236	-4.148
O	-2.485	-8.127	-0.646
O	-21.578	-1.257	-7.231
O	18.466	7.945	24.331
O	48.103	6.326	-6.294
O	-29.065	2.416	-7.035
O	-12.556	7.438	-1.549
O	-24.557	2.396	25.372
O	16.441	-5.469	-6.025
O	-41.086	-3.201	-3.604
O	-4.02	-6.01	-6.382
O	23.451	-0.356	-5.142
O	17.541	-7.277	-4.257
O	-11.474	2.382	-5.23
O	31.192	3.725	24.846
O	48.961	4.924	25.304
O	-48.192	0.427	-5.759
O	-48.786	-0.098	24.697
O	-13.127	-5.052	21.752
O	17.009	-8.144	-7.153
O	-16.815	6.415	-1.185
O	16.335	-5.415	-0.336
O	36.11	-0.224	25.008
O	-34.57	-4.862	-5.444
O	-32.292	-5.499	-6.63
O	13.371	-5.224	-3.51
O	21.958	4.978	25.637
O	1.23	4.697	23.504
O	19.002	-2.43	-4.131
O	2.07	2.441	-6.903
O	-25.234	1.176	-2.784
O	6.777	-2.909	-6.407
O	-35.407	4.804	25.66
O	38.073	1.4	-5.273
O	34.124	-5.777	-3.753
O	-28.606	-7.192	-5.881
O	10.806	-1.338	-3.446
O	42.741	-2.158	-3.916
O	13.461	-1.098	24.811
O	-36.186	7.451	-6.84
O	-24.664	3.651	-3.422
O	11.553	-1.334	23.117
O	-0.338	-3.993	-3.926
O	45.702	-6.398	-3.912
O	-31.595	2.943	-6.422
O	18.151	-0.068	-3.581
O	-19.656	-5.345	-5.104
O	-32.464	2.654	22.005
O	4.061	0.728	-6.715
O	-14.999	-3.502	-6.374
O	4.422	-3.277	25.239
O	40.24	4.781	-3.381
O	-31.104	-3.61	24.701
O	-0.935	2.338	25.173
O	-48.261	7.654	25.864
O	-22.679	3.734	24.183
O	48.471	5.082	-3.894
O	-2.258	6.666	22.856
O	-25.377	-0.425	-4.894
O	-27.648	-7.285	-3.364
O	41.192	3.397	25.441
O	-48.15	7.091	-2.842
O	17.454	0.115	-6.134

Results
total energy: -609920.713 eV
total energy less fixed offsets of O -438.25, Si -107.07 eV per atom: -1.513 eV

Forces (eV/angstrom) on atoms 1198 to 1881 of the 3024, counted in the order above; the others are left out for length: element, x, y, z
Si	0.022	0.006	-0.038
Si	0.032	0.042	-0.048
Si	-0.017	-0.027	-0.031
Si	0.027	0.015	-0.042
Si	-0.013	0.032	0.003
Si	-0.007	0.006	-0.02
Si	0.022	0.007	-0.02
Si	-0.023	-0.019	-0.014
Si	0.011	-0.005	-0.038
Si	-0.006	0.002	0.044
Si	-0.006	0.021	0.054
Si	0	0.008	0.047
Si	-0.02	-0.01	0.067
Si	0.014	-0.002	0.064
Si	-0.024	0.035	0.033
Si	0.027	0.006	0.073
Si	-0.008	0.004	0.074
Si	0.009	-0.016	0.046
Si	-0.004	0.018	0.047
Si	-0.013	-0.002	0.028
Si	-0.016	0.001	0.066
Si	-0.013	0.008	0.059
Si	0.01	0.007	0.055
Si	0.009	-0.022	0.038
Si	-0.003	0.014	0.062
Si	0.029	-0.001	0.1
Si	-0.014	-0.012	0.052
Si	-0.174	-0.192	-0.731
Si	0.301	-0.004	-0.597
Si	-0.158	-0.207	-0.739
Si	0.233	0.173	-0.716
Si	-0.354	-0.125	-0.644
Si	-0.084	0.051	-0.509
Si	0.259	0.239	-0.744
Si	-0.099	-0.078	-0.727
Si	-0.125	-0.018	-0.713
Si	-0.012	0.004	-0.401
Si	0.001	-0.182	-0.675
Si	0.265	0.146	-0.764
Si	-0.022	-0.159	-0.72
Si	0.072	0.235	-0.685
Si	0.072	0.131	-0.751
Si	-0.033	-0.281	-0.75
Si	-0.004	0.169	-0.698
Si	-0.103	-0.245	-0.736
Si	0.051	0.058	-0.005
Si	-0.102	0.009	-0.096
Si	-0.107	-0.005	-0.023
Si	0.004	-0.065	-0.111
Si	-0.097	-0.072	0.074
Si	-0.049	0.051	0.141
Si	0.048	-0.086	0.057
Si	-0.112	-0.02	-0.118
Si	-0.051	0.072	-0.043
Si	0.186	0.066	-0.071
Si	0.008	-0.006	-0.035
Si	0.053	0.113	0.011
Si	0.006	-0.043	-0.127
Si	-0.042	0.011	-0.001
Si	-0.034	-0.032	-0.111
Si	-0.04	0.047	-0.026
Si	0.07	0.006	0.167
Si	-0.051	-0.008	0.045
Si	-0.11	-0.042	-0.027
Si	0.04	-0.047	0.03
Si	0.005	0.112	-0.099
Si	-0.045	-0.006	0.076
Si	-0.08	-0.034	-0.112
Si	0.027	0.004	0.046
Si	0.022	0.001	0.012
Si	0.1	0.097	0.257
Si	-0.072	-0.047	0.015
Si	-0.01	0.124	-0.216
Si	-0.023	-0.022	-0.069
Si	-0.003	-0.043	0.205
Si	-0.012	-0.054	0.027
Si	0.05	0.04	0.042
Si	0.009	-0.024	0.065
Si	0.037	0	-0.151
Si	0.013	0.005	0.111
Si	0.007	-0.03	-0.171
Si	-0.038	-0.052	-0.039
Si	-0.048	0.014	0.041
Si	-0.094	0.026	0.022
Si	-0.025	0.004	-0.014
Si	-0.119	0.091	0.108
Si	0.057	-0.008	0.04
Si	0.068	-0.104	0.145
Si	0.004	-0.046	0.162
Si	-0.06	-0.032	-0.073
Si	-0.129	0.057	0.241
Si	0.029	0.001	-0.149
Si	0.071	-0.05	-0.042
Si	-0.019	0.044	0.023
Si	-0.006	0.01	0.025
Si	-0.002	-0.089	-0.011
Si	-0.123	0.062	-0.029
Si	-0.037	0.095	-0.171
Si	0.142	-0.047	0.055
Si	-0.031	0.034	0.018
Si	-0.002	-0.001	0.002
Si	-0.007	0.002	0.003
Si	-0.003	-0.007	-0.005
Si	0.007	0.005	0.03
Si	-0.006	-0.019	0.011
Si	-0.009	-0.006	0.014
Si	-0.013	-0.001	-0.004
Si	-0.012	-0.008	0.014
Si	-0.001	-0.01	0.015
Si	0.005	-0.022	0.014
Si	0.003	-0.008	-0.002
Si	-0.005	0.001	0.012
Si	-0.006	-0.014	-0.005
Si	0	0.002	0.003
Si	-0.002	0.011	-0.005
Si	-0.016	-0.016	0.011
Si	-0.001	-0.016	0.005
Si	0.006	0.014	-0.007
Si	-0.015	0.007	0
Si	-0.004	0.013	-0.005
Si	0.01	0.007	-0.01
Si	-0.015	0.012	0.003
Si	0.005	0.018	-0.002
Si	-0.006	0.01	0.004
Si	-0.016	-0.002	0.004
Si	-0.014	0.007	0.001
Si	0.014	-0.011	-0.004
Si	0.008	0.013	0.014
Si	0.005	-0.01	-0.002
Si	-0.008	-0.011	0.006
Si	0.007	0.009	-0.002
Si	0	0.005	0.007
Si	0.016	-0.005	-0.003
Si	0.009	-0.002	-0.002
Si	-0.001	0.006	-0.002
Si	-0.002	-0.001	0.019
Si	0.002	-0.011	0.004
Si	0.001	0.006	0.002
Si	0.016	0.005	-0.001
Si	-0.001	-0.009	0.021
Si	-0.012	0.002	0.006
Si	-0.005	-0.006	0.006
Si	0.003	-0.021	0.004
Si	-0.005	-0.005	0.013
Si	-0.007	-0.008	0.014
Si	0.011	-0.004	0.003
Si	0.007	0.001	0.005
Si	0.006	0.003	0.021
Si	-0.001	-0.009	0.003
Si	0.007	0.001	0.003
Si	-0.004	0.01	0.01
Si	-0.01	-0.014	-0.008
Si	0.002	0.02	-0.003
Si	0.004	0.013	0.002
Si	0.009	0.012	0.005
Si	-0.001	0.002	-0.004
Si	0.009	0.007	0.005
Si	-0.003	-0.002	0.005
Si	-0.011	0.008	-0.007
Si	-0.005	0.013	-0.001
Si	-0.009	0.003	-0.007
Si	0.006	0.006	0.008
Si	0.002	0.009	0.014
Si	0.01	0.019	0.008
Si	-0.016	-0.014	0.011
Si	0.007	0.005	0.013
Si	0.008	0	0.008
Si	0	-0.008	0.001
Si	0.009	0.009	0.003
Si	0.016	0.003	0.016
Si	-0.007	-0.022	-0.002
Si	0.002	0.005	-0.004
Si	0.006	-0.007	0.006
Si	0.001	-0.015	0.011
Si	0.007	-0.002	0.015
Si	0.001	-0.011	0.01
Si	0.012	-0.009	0.003
Si	0.015	-0.012	0.006
Si	0.009	-0.017	0.007
Si	0.001	-0.011	0.01
Si	-0.01	-0.005	0.002
Si	-0.007	0.005	0.01
Si	0.001	-0.002	0.007
Si	-0.007	0.005	0.007
Si	0.006	-0.004	0.021
Si	-0.001	-0.009	0.004
Si	0.004	-0.013	0.002
Si	0	-0.002	-0.001
Si	0.002	0.004	0.015
Si	-0.004	0	-0.005
Si	-0.013	-0.008	0.009
Si	-0.006	-0.002	-0.01
Si	0.007	-0.008	0.004
Si	0.015	0	0.007
Si	0.012	-0.004	-0.005
Si	0.013	0.011	0
Si	0.01	-0.004	0.02
Si	-0.005	0.014	-0.001
Si	0.004	0.01	0.005
Si	-0.006	-0.001	0.001
Si	0.011	0.007	-0.004
Si	-0.006	0.031	0.005
Si	0.025	-0.021	0.002
Si	-0.005	0.007	0.002
Si	0.028	0.006	0.012
Si	-0.002	0.02	0.002
Si	0.009	0.009	0.005
Si	-0.019	-0.017	0.011
Si	-0.009	0.014	-0.007
Si	0.009	0.002	-0.006
Si	-0.002	0.009	-0.002
Si	-0.012	0	0.006
Si	-0.002	0.001	-0.006
Si	0.006	-0.006	0
Si	0.004	0.007	-0.008
Si	-0.002	0.011	-0.006
Si	-0.002	0	-0.006
Si	-0.003	-0.004	0.001
Si	0.006	0.008	-0.005
Si	0.008	-0.007	-0.002
Si	0.007	0.004	-0.009
Si	-0.001	0.009	-0.001
Si	0.009	-0.005	0.003
Si	0.018	0.007	-0.003
Si	0	0.002	-0.003
Si	0.021	-0.006	0.008
Si	0.005	-0.003	-0.007
Si	-0.002	0.002	0.002
Si	0.015	-0.006	-0.009
Si	0.002	0.006	0
Si	-0.005	0.008	0.004
Si	-0.013	-0.001	-0.003
Si	0	0.01	-0.011
Si	-0.004	-0.003	0.004
Si	-0.008	-0.001	0.001
Si	0.003	-0.007	-0.002
Si	0.013	-0.01	-0.005
Si	0.004	0.002	-0.008
Si	0.008	-0.004	0.001
Si	-0.003	0.006	-0.007
Si	0	0.011	-0.011
Si	-0.002	0.005	-0.002
Si	0.004	0.01	-0.006
Si	-0.005	0.013	-0.004
Si	-0.011	0	-0.003
Si	0.006	-0.009	-0.009
Si	-0.013	0.006	-0.002
Si	-0.003	0.005	-0.005
Si	-0.004	0	-0.004
Si	-0.002	-0.004	0.001
Si	0.008	0.003	-0.005
Si	0	0.005	-0.001
Si	-0.005	-0.002	-0.002
Si	-0.013	0.007	-0.006
Si	0.004	-0.001	0.001
Si	-0.003	-0.005	-0.001
Si	0.003	-0.002	-0.005
Si	-0.004	-0.007	-0.007
Si	0.007	0	-0.006
Si	-0.005	0.003	-0.006
Si	-0.012	0.008	-0.003
Si	0.006	0	-0.013
Si	0.003	-0.017	-0.001
Si	0.01	-0.004	-0.004
Si	-0.012	0.003	-0.001
Si	0.008	-0.007	-0.002
Si	0.006	-0.007	-0.013
Si	0.002	-0.007	-0.002
Si	0.011	0.002	-0.005
Si	-0.003	0.014	-0.006
Si	-0.004	0	-0.002
Si	0.011	-0.002	0
Si	0.007	0.003	0
Si	-0.004	-0.008	-0.004
Si	-0.005	0.01	0.001
Si	-0.003	-0.002	-0.008
Si	-0.004	-0.001	0.006
Si	-0.011	0.002	0.003
Si	0.003	0.003	-0.004
Si	0.008	0.004	-0.008
Si	-0.006	0.01	-0.003
Si	-0.001	0.006	-0.004
Si	0	0	-0.007
Si	0	0.013	0
Si	0.002	-0.004	-0.001
Si	-0.005	0.004	-0.006
Si	0.002	0.011	-0.003
Si	0.001	0.002	-0.001
Si	-0.007	0.005	0.004
Si	-0.007	0.003	-0.002
Si	-0.006	0.005	-0.01
Si	0.007	0.008	0.002
Si	-0.012	-0.003	0.002
Si	-0.002	-0.005	-0.003
Si	0.003	-0.004	0.003
Si	0.001	0.002	0.001
Si	-0.001	0	0
Si	-0.001	0.007	0.001
Si	-0.001	0.002	-0.002
Si	0.008	0.002	-0.003
Si	0.001	-0.007	0.001
Si	0	-0.013	0.002
Si	-0.011	-0.001	-0.003
Si	0.007	-0.002	0.008
Si	-0.002	-0.01	-0.003
Si	0.007	-0.007	-0.005
Si	-0.004	-0.02	0.001
Si	-0.012	-0.004	-0.004
Si	0.013	-0.008	0.007
Si	0.003	0	0.01
Si	-0.003	-0.024	0.006
Si	-0.011	0.003	-0.007
Si	0.002	0.005	0.005
Si	-0.01	0	0.004
Si	0.014	-0.001	0.011
Si	0.007	0.009	0.005
Si	-0.015	-0.015	0.006
Si	-0.012	0.001	-0.004
Si	0.002	0.006	-0.004
Si	-0.013	-0.021	-0.006
Si	0.003	0.01	-0.007
Si	-0.009	0.003	-0.006
Si	-0.006	0.005	-0.004
Si	-0.01	-0.018	-0.003
Si	0.003	0.013	0.001
Si	0.003	0.005	-0.003
Si	-0.002	-0.008	-0.003
Si	0.004	0	-0.008
Si	-0.007	-0.003	-0.004
Si	0	0	0.005
Si	-0.007	-0.007	-0.007
Si	-0.006	-0.001	-0.008
Si	0.005	0.007	-0.003
Si	-0.003	-0.007	-0.006
Si	0.004	0.003	-0.001
Si	0.003	-0.002	-0.012
Si	0.014	0.018	-0.006
Si	0.001	-0.005	0.001
Si	-0.015	-0.013	0
Si	0.004	0.006	-0.001
Si	-0.006	0.021	0.006
Si	-0.019	-0.012	0.004
Si	-0.005	-0.007	-0.005
Si	0.005	0.01	-0.004
Si	-0.011	-0.014	-0.003
Si	0	-0.01	-0.007
Si	0.006	0	-0.01
Si	0.006	0.002	0.001
Si	-0.006	-0.013	0.007
Si	0.002	0.012	0.006
Si	0.008	-0.003	0
Si	0.013	0.01	0.002
Si	-0.007	-0.003	0.001
Si	0.002	0.004	-0.009
Si	0.02	0.001	-0.001
Si	-0.01	-0.013	-0.003
Si	-0.011	0.003	-0.006
Si	-0.012	0.002	-0.005
Si	-0.005	-0.002	-0.011
Si	-0.007	-0.006	-0.01
Si	0.01	0.018	-0.004
Si	0.001	0.008	0.004
Si	-0.004	-0.004	-0.002
Si	-0.006	-0.005	0.003
Si	-0.001	-0.007	-0.002
Si	0.007	0.007	-0.003
Si	0	-0.004	-0.004
Si	-0.017	0.001	0.002
Si	-0.004	0.012	0.002
Si	0.01	0.006	0.006
Si	-0.006	0.008	0.007
Si	0.001	-0.004	-0.002
Si	0.009	-0.001	0.002
Si	0	0.004	-0.002
Si	-0.003	0	-0.001
Si	0.002	0.013	-0.006
Si	0.002	0.001	-0.002
Si	-0.001	-0.013	0
Si	0.007	0.016	-0.004
Si	-0.001	-0.003	0
Si	0.004	-0.009	-0.005
Si	-0.003	-0.011	0.003
Si	0.006	-0.014	-0.001
Si	-0.008	0.002	0.002
Si	-0.008	-0.003	-0.004
Si	0.012	0.011	-0.001
Si	-0.009	0.012	0.003
Si	0.007	-0.004	-0.001
Si	0.006	0	0.004
Si	0.009	0.002	0.001
Si	0.011	-0.006	0.003
Si	0.001	-0.016	-0.001
Si	-0.009	-0.014	-0.002
Si	0.01	-0.002	0
Si	0.01	0.002	0.001
Si	-0.017	-0.005	0
Si	-0.003	-0.002	-0.005
Si	-0.001	0.002	0.007
Si	0.003	0	0.006
Si	-0.007	-0.012	0
Si	0.005	0.002	0.001
Si	0.006	-0.005	-0.004
Si	-0.003	-0.007	-0.004
Si	0.002	0.001	-0.002
Si	0.009	0.006	-0.003
Si	-0.001	0.004	0
Si	-0.011	-0.014	0
Si	-0.005	-0.007	-0.004
Si	0.011	0.014	-0.005
Si	0.001	0.001	-0.007
Si	0	-0.002	-0.007
Si	0	-0.009	-0.009
Si	0.011	0.02	-0.009
Si	-0.016	0.002	-0.006
Si	0.01	-0.001	-0.005
Si	0.013	0.008	-0.001
Si	-0.003	0.005	-0.005
Si	-0.004	0	-0.003
Si	0.013	0.012	-0.011
Si	0.016	0.012	-0.002
Si	0.002	-0.007	-0.001
Si	-0.004	-0.001	-0.004
Si	0.009	0.006	-0.003
Si	0.006	-0.01	0.004
Si	-0.01	0.004	0.007
Si	-0.001	-0.006	0.007
Si	0.008	0.01	0.001
Si	0.001	0.019	0.004
Si	-0.014	-0.008	0
Si	0.004	0	0
Si	0	-0.006	-0.004
Si	-0.001	0.001	-0.003
Si	-0.005	0.003	0
Si	-0.011	-0.012	0.002
Si	-0.003	-0.002	0
Si	-0.001	-0.004	0.002
Si	-0.003	0.006	0.002
Si	0.001	0.003	-0.001
Si	0.001	-0.001	0
Si	0.015	-0.012	0.001
Si	0.007	0.004	-0.001
Si	0.005	-0.008	-0.002
Si	-0.007	0.004	-0.005
Si	0.01	0.012	0
Si	0.004	-0.008	-0.004
Si	-0.006	0.013	0
Si	0.015	0.004	0.007
Si	-0.005	-0.006	-0.004
Si	-0.007	0.003	-0.001
Si	0.01	-0.001	0.005
Si	0.007	0.002	-0.005
Si	0.005	-0.005	0.003
Si	-0.011	-0.002	0.008
Si	-0.007	0.012	-0.003
Si	0.001	0.017	0.001
Si	0.007	-0.018	-0.001
Si	0.005	0.005	0
Si	0.007	0.003	-0.001
Si	0.004	0.004	-0.002
Si	0.009	0.006	-0.002
Si	-0.004	0.002	0.003
Si	0.002	-0.014	0
Si	0.002	0	-0.004
Si	0.004	0.002	-0.006
Si	0.006	0.009	-0.004
Si	0.004	-0.002	0
Si	0.006	0.004	-0.002
Si	-0.002	-0.009	-0.001
Si	-0.001	-0.008	-0.005
Si	-0.022	0.007	0.003
Si	-0.006	-0.004	0.001
Si	0.004	0.001	0.001
Si	-0.005	0.005	-0.004
Si	0.003	0	-0.002
Si	-0.013	0	0.002
Si	-0.003	-0.006	0.006
Si	0.005	-0.001	-0.003
Si	0.004	-0.006	-0.007
Si	0.01	-0.017	-0.002
Si	0.01	0.006	-0.008
Si	0.005	0.01	-0.005
Si	-0.008	-0.001	-0.002
Si	0	0.01	-0.005
Si	0.01	0.001	-0.004
Si	0.004	-0.013	-0.006
Si	0	0.002	-0.004
Si	-0.002	0.003	-0.005
Si	-0.006	0	-0.003
Si	0	0.009	-0.006
Si	-0.003	-0.001	0
Si	-0.014	0.013	-0.001
Si	0.003	0.001	-0.003
Si	0.003	-0.007	0
Si	0.005	-0.006	-0.002
Si	-0.001	-0.003	0.003
Si	0.003	-0.007	-0.006
Si	0	0.012	-0.005
Si	-0.003	0.006	0.001
Si	0.004	-0.006	-0.001
Si	-0.002	0.011	0.001
Si	0.008	0.002	-0.003
Si	-0.006	0.003	-0.009
Si	-0.005	0.006	-0.003
Si	-0.001	0.002	0.002
Si	-0.004	0.002	-0.002
Si	-0.003	0.015	-0.002
Si	-0.006	-0.008	-0.004
Si	0	0.001	-0.002
Si	0	0	0.004
Si	-0.003	-0.007	0.003
Si	-0.002	0	-0.002
Si	-0.002	0	-0.001
Si	0	0.003	-0.003
Si	-0.008	0.013	0.002
Si	-0.001	-0.005	0.005
Si	-0.005	-0.002	0.005
Si	0.002	-0.003	0.003
Si	0.003	-0.005	0.001
Si	0.001	0.005	-0.002
Si	-0.013	0	0.001
Si	0.004	0	-0.002
Si	0.006	0.007	0.001
Si	0.004	-0.007	-0.002
Si	-0.006	-0.008	0
Si	-0.001	-0.002	0.002
Si	0.005	-0.009	0.003
Si	0.006	-0.014	0.002
Si	0	-0.018	0.003
Si	0.002	0	0.007
Si	-0.005	0.002	0.005
Si	-0.002	0.008	0.002
Si	-0.004	0.008	0.003
Si	-0.012	0.005	-0.007
Si	0.017	-0.009	-0.001
Si	-0.006	-0.011	-0.001
Si	-0.014	-0.005	0
Si	0.006	0.008	-0.003
Si	-0.003	-0.006	-0.007
Si	0.002	0.001	-0.001
Si	-0.008	0	0.002
Si	-0.005	-0.006	0.004
Si	-0.003	0.01	0.002
Si	-0.004	0.006	-0.004
Si	0.001	-0.011	-0.002
Si	-0.002	-0.006	-0.004
Si	-0.003	0.003	0.004
Si	-0.003	-0.002	-0.007
Si	0.002	0.012	-0.001
Si	-0.002	-0.008	-0.004
Si	0.001	0.003	0.002
Si	0.01	0.002	-0.005
Si	-0.002	-0.002	-0.004
Si	0.001	-0.005	0
Si	0.002	0.007	-0.005
Si	-0.012	-0.001	-0.002
Si	-0.002	0.007	0
Si	-0.011	-0.002	0.001
Si	-0.01	0.008	0.006
Si	-0.014	0.003	0.002
Si	0.004	-0.007	-0.001
Si	0.002	-0.005	-0.004
Si	0.015	-0.007	-0.002
Si	0.002	-0.009	0.003
Si	0	0.008	0.005
Si	-0.004	0.008	0
Si	-0.006	-0.009	0.002
Si	0.01	-0.001	0.001
Si	-0.001	0	0
Si	-0.007	0.016	-0.001
Si	0.005	0.008	-0.004
Si	0.002	-0.01	-0.007
Si	0.007	-0.001	-0.003
Si	0.004	-0.004	0.001
Si	-0.008	0.001	0
Si	-0.007	-0.001	-0.002
Si	-0.003	-0.007	-0.003
Si	-0.005	-0.005	0
Si	-0.003	0.011	0.001
Si	0	0.017	-0.002
Si	-0.013	0.002	0.003
Si	0.003	-0.002	0.002
Si	0.002	-0.009	-0.001
Si	0.003	-0.004	-0.004
Si	-0.003	-0.001	0
Si	-0.001	0.007	0.001
Si	0.001	0.003	0.007
Si	-0.002	0.007	0.002
Si	0.002	-0.001	-0.003
Si	0	-0.004	0.003
Si	0.002	-0.008	-0.002
Si	0.003	0	0.006
Si	-0.004	-0.003	0.002
Si	0.007	0.009	0.001
Si	-0.002	0.001	-0.001
Si	0.003	0.001	0.005
Si	0.01	-0.002	0.004
Si	-0.005	0	-0.006
Si	0	-0.002	0.001
Si	0.005	-0.004	0.004
Si	0	-0.013	0.006
Si	0.002	0	0.003
Si	-0.005	0.012	-0.001
Si	-0.013	0.003	0
Si	0.006	0	0.007
Si	0.001	-0.005	0
Si	0.006	-0.014	0.002
Si	0.005	-0.001	0.003
Si	0.01	0.001	0
Si	0.003	-0.011	0.008
Si	0.012	-0.01	0.004
Si	-0.001	-0.005	0.001
Si	-0.007	0.005	-0.001
Si	0.005	0.002	0.001
Si	-0.01	-0.008	0.005
Si	-0.003	0.008	0.003
Si	0.001	0.003	0.002
Si	0.005	-0.006	0.004
Si	0.007	0.001	0.003
Si	0.003	-0.005	0.002
Si	0	0.002	-0.001
Si	0	-0.005	0.001
Si	-0.001	0.003	0
Si	0.007	-0.002	-0.005
Si	0.002	-0.001	0.001
Si	-0.008	-0.004	-0.003
Si	0.004	0.004	0
Si	0.004	0	0
Si	0.007	-0.001	-0.007
Si	0.004	-0.001	-0.002
Si	-0.005	-0.006	-0.001
Si	0.004	0.008	-0.003
Si	0.004	0.007	0
Si	0.002	0.009	-0.005
Si	0.006	-0.001	0
Si	0	0.004	0.005
Si	0.006	0.019	-0.003
Si	-0.002	0.01	-0.006
Si	0.003	-0.006	-0.009
Si	0.003	-0.011	0
Si	0.007	-0.004	0.002
Si	-0.008	-0.005	0.004
Si	-0.003	0.01	0.005
Si	-0.001	0.001	0.004
Si	0.001	0.004	0.009
Si	-0.008	-0.002	-0.001
Si	-0.008	-0.004	0.001
Si	-0.005	-0.008	0
Si	-0.003	-0.003	0.004
Si	0.015	0.009	0.002
Si	0.004	0.002	0.007
Si	0.011	0.005	0.003
Si	0.005	0.008	0.004
Si	0.012	0.005	-0.001
Si	0.011	0.01	-0.002
Si	0	-0.012	0.001
Si	-0.002	-0.006	-0.001
Si	-0.008	-0.005	0.002
Si	-0.001	-0.006	0.003
Si	-0.002	-0.006	-0.005
Si	0.005	0.009	0.001
Si	0.005	0.014	0.005
Si	0.013	0.001	0.003
Si	0.005	-0.001	0
Si	-0.001	0.001	0
Si	-0.003	0.002	-0.004
Si	-0.004	-0.003	-0.004
Si	0.01	-0.006	-0.001
Si	0	0.002	0.002
Si	-0.012	0.008	-0.006
Si	-0.005	0.005	0.005
Si	0.005	0.012	0.007
Si	0.008	-0.02	-0.004
Si	0.01	-0.001	0.002
Si	0.011	0.017	-0.003
Si	0.003	-0.004	-0.004
Si	0.012	-0.002	0.003
Si	-0.003	0.001	-0.003
Si	-0.004	-0.009	-0.007
Si	-0.017	-0.016	0.004
Si	-0.006	0.002	-0.002
Si	-0.009	0.006	-0.001
Si	0	0.004	0.003
Si	0.006	0.014	-0.001
Si	0.003	0.003	0.001
